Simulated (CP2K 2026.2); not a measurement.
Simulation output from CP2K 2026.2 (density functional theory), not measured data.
Periodic cell of 1896 atoms, Si1352O544, from a study of silicon, its oxide and their interface. The atomic structure is a simulated model.
Doubt: the forces sum to 2.67 eV/angstrom along one axis rather than to zero, so they err by at least 0.0014 eV/angstrom per atom on average; the grid cutoff is modest.

Settings: functional PBE; method Gaussian and plane waves; basis set DZVP-MOLOPT-SR-GTH; pseudopotentials GTH-PBE; grid cutoff 300 Ry, relative cutoff 40 Ry; k points Gamma only; occupations fixed; spin none; net charge 0.

Cell vectors (angstrom)
a 16.332 0 0
b 0 65.328 0
c 0.0313 -0.1131 31.9193

Atoms and the computed forces on them: element, x, y, z (angstrom), force x, y, z (eV/angstrom)
Si 0.159 -0.174 -0.083 0.056 0.118 0.747
Si 2.393 2.957 -0.146 0.127 -0.109 0.642
Si -1.469 3.864 1.337 0.001 -0.04 -0.015
Si 2.904 7.605 0.284 0.25 -0.118 0.468
Si 0.118 10.752 0.042 0.224 -0.16 0.653
Si 2.363 13.501 -0.258 -0.228 -0.341 0.588
Si 0.253 15.832 0.007 -0.043 0.13 0.787
Si 2.382 19.267 -0.272 0.266 -0.231 0.728
Si 0.035 21.41 0.037 0.022 0.212 0.634
Si 3.001 25.057 -0.027 0.225 0.331 0.519
Si 0.492 26.942 0.148 -0.081 0.108 0.781
Si 3.314 29.52 0.353 0.141 -0.149 0.652
Si -0.697 33.264 -1.182 -0.022 -0.122 0.114
Si 1.97 34.957 -0.913 0.236 -0.012 0.525
Si -0.401 38.845 0.03 0.123 -0.419 0.713
Si 2.015 41.471 0.155 0.226 -0.064 0.743
Si -0.162 43.606 0.544 0.017 0.027 0.518
Si 2.634 46.201 0.094 -0.134 0.187 0.658
Si -0.88 48.902 -0.158 -0.384 -0.21 0.488
Si 2.788 52.457 -0.211 0.19 0.502 0.336
Si 0.217 54.241 -0.109 -0.453 0.324 0.181
Si 2.993 57.131 0.206 0.079 -0.279 0.41
Si -0.225 60.014 0.11 0.19 -0.05 0.697
Si 3.374 62.064 0.301 -0.044 -0.219 0.592
Si 5.786 -0.481 0.059 -0.096 0.008 0.647
Si 8.181 2.585 -0.045 -0.129 0.079 0.582
Si 4.72 6.066 0.079 -0.05 0.028 0.721
Si 7.799 8.574 -0.152 0.196 -0.266 0.83
Si 5.733 11.004 -0.18 0.334 0.394 0.395
Si 7.739 14.002 0.337 0.079 0.091 0.459
Si 6.365 15.93 0.173 -0.084 -0.06 0.49
Si 8.24 19.55 0.205 0.098 -0.353 0.665
Si 5.722 21.479 0.135 -0.237 0.174 0.699
Si 8.025 24.508 -0.01 0.013 0.008 0.699
Si 5.007 27.826 0.431 -0.101 0.159 0.55
Si 7.903 30.009 0.032 0.423 -0.251 0.509
Si 5.788 32.455 0.199 -0.378 0.279 0.557
Si 7.843 35.58 0.089 -0.299 0.151 0.322
Si 5.837 37.177 -0.093 0.098 -0.17 0.596
Si 8.272 40.429 -0.028 -0.213 0.008 0.577
Si 4.902 44.039 -0.01 0.103 -0.097 0.723
Si 7.772 46.751 -0.004 0.041 -0.149 0.657
Si 5.409 48.831 -0.009 -0.004 0.192 0.62
Si 8.18 51.645 -0.186 -0.24 0.148 0.613
Si 4.747 55.43 0.189 -0.075 0.144 0.758
Si 8.185 57.097 -0.023 -0.048 0.12 0.619
Si 4.994 60.29 0.385 -0.244 0.178 0.465
Si 7.968 62.626 0.225 0.018 -0.031 0.415
Si 10.305 0.287 -0.176 0.291 -0.07 0.694
Si 13.057 3.336 -0.168 -0.229 0.172 0.522
Si 11.663 5.342 -0.537 0.578 0.019 0.403
Si 14.504 7.468 0.057 -0.173 0.148 0.81
Si 11.147 10.565 0.077 -0.01 -0.061 0.643
Si 14.075 12.886 -0.13 -0.222 0.341 0.668
Si 9.599 14.849 1.452 -0.001 -0.036 -0.015
Si 13.641 19.192 0.275 -0.05 -0.314 0.596
Si 11.464 21.432 0.262 -0.115 0.148 0.799
Si 13.68 24.773 0.483 0.072 -0.172 0.662
Si 11.22 26.766 0.154 -0.194 0.305 0.65
Si 13.058 30.323 -0.081 -0.072 0.058 0.067
Si 11.334 32.231 0.104 0.264 -0.326 0.443
Si 13.725 35.378 -0.03 0.055 -0.012 0.789
Si 10.478 38.204 -0.04 0.328 -0.097 0.755
Si 13.581 40.823 0.449 -0.083 -0.012 0.541
Si 11.768 43.17 -0.344 0.038 0.368 0.678
Si 13.955 45.717 0.162 -0.107 0.093 0.639
Si 10.274 49.263 -0.091 0.28 -0.14 0.729
Si 13.61 51.416 -0.036 0.049 0.197 0.662
Si 10.458 54.874 -0.094 0.117 -0.119 0.642
Si 13.471 57.287 -0.113 0.007 -0.035 0.666
Si 9.95 60.272 -0.419 -0.209 -0.241 0.428
Si 14.087 62.401 0.038 -0.136 0.101 0.689
Si 1.382 1.33 1.249 0.021 -0.014 -0.078
Si 4.017 4.088 1.197 0.04 0.017 -0.083
Si 1.406 6.543 1.658 -0.015 -0.027 0.013
Si 3.847 9.329 1.548 -0.175 -0.398 0.501
Si 1.479 12.092 1.392 -0.037 0.062 -0.089
Si 4.461 15.055 1.309 0.188 0.363 0.455
Si 1.436 17.565 1.152 -0.035 -0.002 -0.046
Si 4.044 20.267 1.225 -0.005 -0.03 -0.053
Si 1.364 22.92 1.297 -0.394 -0.124 0.345
Si 4.164 26.027 1.685 -0.009 0.008 -0.044
Si 1.498 28.581 1.477 -0.024 0.007 -0.073
Si 4.161 31.371 1.461 -0.006 -0.043 -0.019
Si 2.226 34.852 1.386 0.027 0.01 0.052
Si 4.009 36.531 1.475 -0.056 0.045 -0.053
Si 1.2 39.719 1.513 0.012 -0.012 -0.076
Si 3.881 42.362 1.281 0 -0.007 -0.058
Si 1.267 45.054 1.61 0.011 -0.002 -0.018
Si 3.932 47.682 1.389 0.021 -0.059 -0.042
Si 1.323 50.311 1.494 -0.218 0.073 0.743
Si 4.035 53.535 1.376 0.043 0.059 -0.11
Si 1.246 55.911 1.272 0.006 0.005 -0.013
Si 3.999 58.626 1.664 0.041 -0.017 -0.008
Si 1.413 61.214 1.341 -0.004 0.039 -0.026
Si 4.21 63.861 1.525 -0.029 -0.024 -0.051
Si 6.772 1.27 1.301 -0.011 0.006 -0.011
Si 9.422 4.127 1.174 -0.187 -0.272 0.365
Si 6.674 6.909 1.151 0.01 -0.03 -0.075
Si 9.524 9.402 1.271 -0.018 -0.013 -0.057
Si 6.815 12.232 1.47 0.043 -0.044 -0.052
Si 10.73 16.075 -0.151 0.324 0.05 0.649
Si 7.145 17.753 1.348 0.033 0.054 -0.01
Si 9.773 20.496 1.619 0.012 0.039 0.02
Si 6.86 23.075 1.436 0.01 0.012 -0.062
Si 9.5 25.762 1.39 -0.018 -0.012 -0.073
Si 6.871 28.593 1.552 0.018 -0.027 -0.011
Si 9.604 31.165 1.292 0.016 -0.015 0.004
Si 6.855 34.028 1.52 -0.014 0.116 -0.026
Si 9.396 36.736 1.401 0.008 -0.009 -0.003
Si 6.601 39.216 1.125 -0.009 -0.031 -0.008
Si 9.406 42.069 1.212 -0.146 -0.117 0.417
Si 6.664 45.04 1.198 -0.015 -0.005 -0.059
Si 9.284 47.79 1.435 0.009 0.009 -0.026
Si 6.618 50.494 1.196 0.024 -0.041 -0.016
Si 9.34 53.211 1.175 0.006 -0.006 -0.006
Si 6.671 56.009 1.379 0.016 -0.052 -0.096
Si 9.348 58.689 1.246 0.035 -0.014 -0.062
Si 6.696 61.279 1.619 -0.024 0.017 -0.009
Si 9.44 64.04 1.363 0.016 0 -0.006
Si 12.084 1.456 1.014 0.027 -0.01 -0.003
Si 16.498 5.122 0.311 0.027 -0.106 0.477
Si 12.533 6.721 1.17 -0.015 -0.016 -0.072
Si 15.279 9.243 1.386 -0.023 -0.005 -0.06
Si 12.495 11.953 1.366 -0.007 0.043 -0.041
Si 14.994 14.668 1.239 -0.03 -0.016 -0.043
Si 12.316 17.442 1.164 -0.048 -0.012 -0.055
Si 15.06 20.342 1.656 0.017 0.044 -0.028
Si 12.48 23.079 1.556 -0.015 0.027 -0.046
Si 15.225 25.989 1.633 0.044 0.03 -0.033
Si 12.248 28.577 1.321 0.042 -0.048 -0.081
Si 14.877 31.311 1.116 -0.318 -0.248 0.316
Si 12.28 34.046 1.322 0.036 0.044 -0.025
Si 15.108 36.869 1.175 -0.046 0.022 0.015
Si 12.082 39.343 1.367 -0.016 -0.025 -0.007
Si 14.858 42.2 1.813 -0.015 -0.027 -0.017
Si 12.258 44.718 1.382 -0.066 -0.045 -0.088
Si 14.665 47.518 1.472 -0.027 0.047 -0.102
Si 12.001 50.312 1.233 -0.039 -0.019 -0.005
Si 14.938 53.02 1.195 -0.056 0.018 -0.034
Si 12.142 55.885 1.236 -0.021 0.01 -0.021
Si 14.768 58.6 1.374 0.017 -0.014 -0.055
Si 12.302 61.466 1.255 0.313 0.178 0.387
Si 15.069 64.019 1.371 0.003 -0.058 -0.043
Si -0.046 2.555 2.685 0.033 0.023 0.005
Si 2.754 -0.001 2.661 -0.022 -0.004 -0.003
Si 0.141 8.018 2.925 0.009 0.025 -0.019
Si 2.833 5.247 2.878 0.027 -0.032 0.022
Si 0.05 13.431 2.695 0.025 -0.018 0.013
Si 2.709 10.81 2.901 0.044 0.012 -0.069
Si 0.142 18.848 2.726 0.05 -0.014 0.021
Si 2.867 16.295 2.579 -0.026 -0.045 -0.027
Si 0.164 24.407 2.783 0.042 -0.022 -0.043
Si 2.759 21.626 2.705 0.017 -0.011 -0.01
Si -0.007 30.027 2.576 -0.023 -0.008 -0.017
Si 2.72 27.259 2.992 0.001 0.041 0.009
Si 0.234 35.594 2.551 -0.047 -0.016 -0.028
Si 2.808 32.859 2.638 -0.025 0.024 -0.053
Si -0.059 40.88 3.058 0.012 -0.004 0.054
Si 2.736 38.234 2.625 -0.012 -0.037 0.02
Si -0.102 46.444 2.86 -0.008 -0.011 0.026
Si 2.664 43.645 2.85 0.001 -0.01 0.02
Si -0.122 51.732 2.703 0.036 -0.006 -0.008
Si 2.675 49.018 2.842 -0.014 0.034 0.001
Si -0.153 57.217 2.66 0.049 -0.026 -0.001
Si 2.546 54.611 2.781 -0.037 0.049 0.035
Si 0.067 62.628 2.713 -0.005 -0.034 0.029
Si 2.58 59.933 2.92 -0.008 0.049 0.008
Si 5.393 2.699 2.562 -0.031 -0.003 0.018
Si 8.126 0.033 2.776 0.011 0.002 0.001
Si 5.477 8.149 2.76 -0.025 0.023 -0.074
Si 8.082 5.504 2.52 0.003 0.036 0.009
Si 5.483 13.566 2.836 -0.052 0.04 -0.056
Si 8.254 10.819 2.696 0.015 -0.01 -0.019
Si 5.507 18.951 2.615 0.016 0.017 -0.02
Si 8.339 16.315 2.812 -0.027 -0.046 -0.017
Si 5.522 24.47 2.799 0.002 -0.045 -0.013
Si 8.276 21.808 2.86 -0.012 0.041 0.016
Si 5.537 30.027 2.876 -0.057 -0.053 -0.057
Si 8.233 27.158 2.799 0.027 -0.015 -0.003
Si 5.483 35.376 2.886 0.06 0.036 0.035
Si 8.294 32.608 2.71 0 -0.065 0.027
Si 5.332 40.829 2.458 0.027 0.033 0.013
Si 8.058 38.156 2.705 -0.006 0.021 0.032
Si 5.359 46.34 2.705 0 0.01 0.012
Si 8.082 43.599 2.488 -0.023 -0.007 0.011
Si 5.324 51.915 2.585 -0.019 -0.019 0.021
Si 7.96 49.195 2.737 -0.038 0.03 -0.026
Si 5.434 57.287 2.899 -0.021 -0.004 0.001
Si 8.005 54.513 2.636 0.011 0.023 0.023
Si 5.445 62.624 3.026 0.003 0.018 0.027
Si 8.106 59.894 2.818 -0.013 -0.031 0.007
Si 10.845 2.782 2.571 -0.022 -0.029 -0.028
Si 13.518 0.082 2.503 -0.042 0.028 -0.03
Si 10.988 8.017 2.53 0.015 0.045 0.06
Si 13.661 5.346 2.714 -0.051 -0.012 0.014
Si 11.057 13.42 2.64 0.057 0.002 0.015
Si 13.816 10.609 2.727 -0.035 -0.032 0.019
Si 11.043 18.86 2.724 -0.013 -0.054 -0.033
Si 13.668 16.122 2.59 0.051 0.046 -0.017
Si 10.926 24.418 2.765 -0.002 -0.01 -0.004
Si 13.755 21.74 2.966 -0.003 0.011 0.019
Si 10.899 29.857 2.75 0.002 0.02 -0.009
Si 13.713 27.355 2.771 -0.057 0.032 0.018
Si 10.86 35.368 2.667 0.012 0.009 -0.019
Si 13.72 32.735 2.654 0.006 -0.06 -0.065
Si 10.819 40.852 2.695 -0.027 -0.005 -0.021
Si 13.599 38.053 2.648 0.031 -0.017 0.012
Si 10.775 46.266 2.553 0.036 0.023 -0.006
Si 13.499 43.618 3.002 -0.014 0.001 0.026
Si 10.734 51.824 2.565 -0.004 0.009 -0.011
Si 13.317 48.975 2.704 0.019 0.033 0.012
Si 10.822 57.328 2.586 0.005 -0.016 0.022
Si 13.528 54.448 2.543 0.035 -0.009 -0.002
Si 10.889 62.717 2.67 -0.002 -0.039 -0.024
Si 13.461 59.978 2.712 -0.035 0.063 0.027
Si 1.331 3.936 4.097 -0.061 -0.008 -0.024
Si 4.082 1.371 4.034 0.012 -0.002 -0.01
Si 1.404 9.444 4.264 0.017 0.009 0.025
Si 4.157 6.732 4.133 0.005 -0.006 0.015
Si 1.455 14.888 3.96 -0.003 0.036 0.004
Si 4.129 12.185 4.164 -0.003 0.005 0.041
Si 1.454 20.262 4.105 -0.019 0 -0.027
Si 4.187 17.61 4.045 0 -0.024 -0.002
Si 1.417 25.783 4.221 -0.035 0.003 0.005
Si 4.118 23.049 4.069 -0.012 0.027 -0.032
Si 1.366 31.436 3.933 0.021 -0.011 -0.022
Si 4.15 28.649 4.201 0.001 0.001 0.037
Si 1.409 36.901 4.069 0 0.003 0.026
Si 4.134 34.014 4.193 -0.029 0.039 -0.029
Si 1.338 42.298 4.247 0.01 0.016 0.004
Si 4.068 39.572 4.003 -0.009 -0.008 -0.013
Si 1.289 47.733 4.208 -0.001 -0.013 0.008
Si 4.055 44.998 4.135 0.024 -0.015 -0.013
Si 1.231 53.135 4.075 -0.029 -0.019 -0.025
Si 4.026 50.51 4.038 0.026 0.011 -0.009
Si 1.2 58.521 4.143 -0.031 -0.028 -0.02
Si 3.983 55.899 4.145 0.007 -0.057 0.011
Si 1.385 63.994 4.085 0.003 -0.029 -0.025
Si 4.003 61.258 4.254 0.008 0.016 0.023
Si 6.787 4.074 3.933 0.004 -0.009 -0.022
Si 9.532 1.42 4.03 0.02 0.014 0.008
Si 6.872 9.493 4.086 0.011 0.018 0.007
Si 9.55 6.74 3.937 0.004 -0.014 -0.034
Si 6.913 14.928 4.107 0.04 0.011 0.089
Si 9.641 12.15 4.045 -0.046 0.022 0.02
Si 6.852 20.338 4.046 0.002 0.003 -0.014
Si 9.674 17.625 4.181 0.032 0 0.017
Si 6.877 25.812 4.168 -0.025 0.002 0.013
Si 9.617 23.128 4.224 -0.009 0.011 0.019
Si 6.918 31.351 4.172 0.01 0.009 -0.002
Si 9.578 28.531 4.151 -0.022 0.013 0.023
Si 6.822 36.792 4.145 -0.01 0.014 0.017
Si 9.573 34.013 4.079 -0.014 0.006 0.017
Si 6.729 42.208 3.862 -0.013 -0.018 -0.004
Si 9.441 39.524 4.046 0.006 -0.03 0.001
Si 6.675 47.748 4.066 0.003 0.004 0.012
Si 9.403 44.944 3.942 0.009 -0.024 -0.015
Si 6.7 53.162 4.047 -0.007 -0.006 0.009
Si 9.406 50.508 4.032 -0.004 -0.028 -0.019
Si 6.788 58.594 4.248 0.003 0.035 0.024
Si 9.445 55.901 3.95 -0.004 0.025 -0.034
Si 6.837 64.024 4.231 0.02 0.016 0.001
Si 9.527 61.312 4.055 0.015 -0.014 -0.013
Si 12.236 4.033 4.031 0.003 -0.046 0
Si 14.893 1.283 4.04 -0.007 -0.035 0.015
Si 12.299 9.359 4.014 -0.024 0.002 0.006
Si 14.991 6.684 4.139 -0.053 0.046 -0.011
Si 12.337 14.829 4.037 -0.02 -0.024 0.013
Si 15.067 12.077 4.098 0.023 0.005 -0.021
Si 12.345 20.277 4.135 -0.014 -0.018 -0.021
Si 15.033 17.506 4.01 -0.019 0.001 0.003
Si 12.331 25.864 4.05 -0.011 -0.017 -0.047
Si 15.133 23.113 4.215 0.017 0.02 0.023
Si 12.316 31.319 4.006 -0.019 0.014 -0.042
Si 15.054 28.694 4.103 0.003 0.048 0.014
Si 12.244 36.725 4.023 0.007 0.02 0.003
Si 15.132 34.139 3.92 0.037 0.003 -0.04
Si 12.114 42.184 4.173 -0.007 -0.014 -0.018
Si 14.85 39.428 4.16 0 -0.021 -0.035
Si 12.041 47.618 4.068 -0.014 -0.043 0.027
Si 14.903 45.039 4.212 0.013 0.012 -0.008
Si 12.155 53.126 3.951 0.01 -0.023 -0.01
Si 14.803 50.357 4.01 0.039 -0.037 -0.005
Si 12.153 58.591 4.074 -0.007 -0.018 -0.003
Si 14.857 55.805 3.997 -0.017 0.001 0.002
Si 12.243 64.065 4.009 0.041 0.02 0.018
Si 14.928 61.3 4.036 0.016 0.019 -0.018
Si -0.047 -0.033 5.431 0.012 0.008 -0.013
Si 2.708 2.638 5.468 0.026 0.009 -0.018
Si 0.028 5.338 5.473 0.005 -0.011 0.024
Si 2.806 8.076 5.523 0.021 -0.011 0.008
Si 0.032 10.801 5.56 -0.015 -0.009 0.023
Si 2.749 13.565 5.449 -0.015 -0.003 0
Si 0.088 16.202 5.391 0.012 -0.022 -0.005
Si 2.833 18.948 5.457 0.003 -0.019 0.009
Si 0.123 21.663 5.492 0.021 -0.019 -0.005
Si 2.809 24.409 5.499 0.021 -0.002 0.028
Si 0.021 27.223 5.455 -0.001 0.013 -0.013
Si 2.712 30.047 5.399 0.012 0.024 -0.03
Si 0.041 32.746 5.366 -0.009 -0.025 0.014
Si 2.728 35.455 5.42 0.018 0.037 -0.026
Si -0.023 38.137 5.467 0.007 0.038 -0.008
Si 2.737 40.884 5.465 -0.003 0.002 0.014
Si -0.058 43.659 5.537 -0.005 0.004 0.02
Si 2.67 46.342 5.494 -0.001 -0.002 0.012
Si -0.126 49.102 5.465 -0.019 0.019 0.007
Si 2.634 51.807 5.43 0.006 0.024 0.007
Si -0.12 54.49 5.43 0.005 0.012 -0.024
Si 2.62 57.224 5.507 0.036 0.008 0.014
Si -0.119 59.922 5.47 0.007 0.03 0.001
Si 2.669 62.661 5.54 0.02 -0.003 0.02
Si 5.42 0.055 5.482 -0.049 -0.01 0.012
Si 8.144 2.751 5.375 -0.025 0.009 -0.001
Si 5.506 5.37 5.448 -0.001 0.019 -0.002
Si 8.243 8.101 5.391 0.005 -0.011 -0.026
Si 5.516 10.825 5.478 0.009 0.002 0.03
Si 8.281 13.53 5.424 -0.021 0.028 -0.011
Si 5.519 16.262 5.451 0.001 -0.006 -0.006
Si 8.233 18.999 5.446 -0.026 0.016 -0.008
Si 5.504 21.704 5.434 0.014 -0.006 0
Si 8.238 24.48 5.546 0.008 0.018 0.016
Si 5.503 27.207 5.494 0.012 0.01 0
Si 8.23 29.921 5.487 0.005 -0.008 0.033
Si 5.505 32.668 5.517 0.041 -0.029 -0.004
Si 8.198 35.391 5.433 0 -0.002 0.008
Si 5.407 38.186 5.402 -0.012 -0.007 0.012
Si 8.073 40.91 5.353 -0.03 -0.003 -0.02
Si 5.439 43.571 5.368 0.013 -0.017 -0.013
Si 8.091 46.348 5.35 -0.007 0.011 -0.014
Si 5.355 49.125 5.432 -0.013 0.007 -0.015
Si 8.075 51.834 5.43 -0.008 -0.003 0.011
Si 5.354 54.5 5.45 -0.002 0.028 0.02
Si 8.157 57.179 5.483 0.007 -0.023 -0.004
Si 5.396 59.921 5.575 -0.022 0.012 0.02
Si 8.201 62.628 5.505 -0.009 -0.015 -0.003
Si 10.882 0.052 5.413 0.008 0.001 -0.003
Si 13.594 2.688 5.416 -0.002 0.014 0.022
Si 10.861 5.389 5.379 0.003 0.005 0.01
Si 13.616 8.052 5.458 -0.005 0.004 0.002
Si 10.969 10.766 5.397 0.035 0 -0.001
Si 13.689 13.479 5.416 -0.005 0.004 -0.001
Si 11.015 16.204 5.464 0.017 -0.018 0.008
Si 13.73 18.912 5.439 0.003 -0.037 0.001
Si 10.971 21.675 5.484 -0.003 -0.006 -0.019
Si 13.684 24.495 5.455 -0.006 0.006 -0.008
Si 10.968 27.178 5.469 0.01 0.012 0.007
Si 13.654 30.003 5.439 0.007 -0.017 0.013
Si 10.956 32.66 5.407 0.016 -0.03 -0.006
Si 13.674 35.397 5.341 -0.003 0.014 -0.028
Si 10.86 38.132 5.358 0.009 0.015 -0.013
Si 13.517 40.839 5.483 0.016 0.005 0.044
Si 10.738 43.619 5.409 0.006 0.017 -0.004
Si 13.479 46.379 5.484 0.002 0.002 0.021
Si 10.737 49.072 5.386 -0.019 -0.014 -0.014
Si 13.49 51.766 5.369 -0.005 0.005 -0.009
Si 10.815 54.52 5.329 -0.01 0.017 -0.017
Si 13.527 57.191 5.391 0.012 -0.004 -0.007
Si 10.835 59.943 5.46 0.001 0.007 0.004
Si 13.581 62.674 5.399 -0.005 -0.024 -0.001
Si 1.329 1.306 6.823 -0.022 -0.001 -0.013
Si 4.091 4.031 6.796 -0.027 0.003 -0.02
Si 1.391 6.718 6.83 -0.015 0.018 -0.003
Si 4.159 9.464 6.851 0.011 -0.008 0.01
Si 1.413 12.199 6.846 0.006 0.011 -0.001
Si 4.135 14.909 6.805 0.002 0.006 0.006
Si 1.425 17.591 6.783 0.006 0.011 -0.008
Si 4.16 20.342 6.82 0.012 0 -0.015
Si 1.449 23.051 6.852 -0.004 -0.002 0.004
Si 4.15 25.815 6.828 0 -0.009 0.011
Si 1.402 28.609 6.765 -0.012 -0.004 -0.012
Si 4.098 31.314 6.817 -0.004 0.011 0.002
Si 1.379 34.075 6.768 0.005 -0.012 0.005
Si 4.07 36.817 6.779 0.006 -0.008 0.003
Si 1.337 39.528 6.79 -0.004 0.006 -0.002
Si 4.092 42.256 6.794 0.003 -0.016 -0.003
Si 1.319 45.002 6.867 -0.005 -0.007 0.011
Si 4.015 47.748 6.807 -0.003 -0.003 0
Si 1.271 50.452 6.802 -0.011 -0.002 0.005
Si 4.004 53.141 6.816 0.009 -0.002 0.01
Si 1.266 55.826 6.822 -0.01 -0.011 0.001
Si 4.011 58.55 6.882 -0.001 0.005 -0.002
Si 1.282 61.264 6.837 -0.004 0 -0.01
Si 4.068 64.008 6.858 -0.001 0.003 -0.001
Si 6.806 1.403 6.803 0 -0.001 -0.008
Si 9.511 4.064 6.778 0.006 -0.013 -0.003
Si 6.871 6.75 6.785 0.026 -0.02 -0.014
Si 9.583 9.45 6.781 -0.007 0.009 -0.003
Si 6.888 12.196 6.804 0.005 0.005 0.005
Si 9.614 14.88 6.817 -0.006 0.003 0.006
Si 6.875 17.631 6.811 0.015 -0.013 0.006
Si 9.582 20.348 6.835 -0.004 -0.002 0.002
Si 6.855 23.071 6.827 0.002 0.014 -0.002
Si 9.611 25.843 6.867 -0.01 -0.007 -0.002
Si 6.864 28.564 6.843 -0.004 0.015 0.008
Si 9.599 31.305 6.796 -0.014 -0.003 -0.001
Si 6.842 34.064 6.823 -0.01 0.023 0.005
Si 9.542 36.777 6.761 0.004 -0.016 0
Si 6.763 39.545 6.755 -0.001 0.003 0.003
Si 9.409 42.258 6.766 -0.005 0.003 0.002
Si 6.765 44.972 6.736 0.012 -0.015 -0.01
Si 9.425 47.697 6.764 -0.016 0.014 0.01
Si 6.743 50.445 6.797 0.008 0.006 0.003
Si 9.471 53.179 6.761 -0.02 -0.001 -0.009
Si 6.751 55.836 6.82 -0.004 -0.003 -0.004
Si 9.497 58.565 6.837 -0.01 0.011 0.004
Si 6.8 61.289 6.869 -0.009 0.007 -0.002
Si 9.556 64.007 6.823 0.006 0.003 -0.006
Si 12.244 1.359 6.814 0.016 -0.004 0.001
Si 14.964 4.016 6.817 -0.01 -0.01 -0.004
Si 12.23 6.719 6.791 -0.005 -0.003 -0.005
Si 14.964 9.427 6.841 0.002 0.007 -0.007
Si 12.305 12.145 6.782 -0.016 0.008 -0.002
Si 15.051 14.859 6.777 0.006 0.003 -0.012
Si 12.356 17.585 6.821 -0.003 0 -0.002
Si 15.055 20.309 6.814 -0.007 0.001 0.001
Si 12.336 23.082 6.804 0.012 -0.009 0
Si 15.009 25.86 6.83 -0.022 0.016 0.005
Si 12.317 28.585 6.793 -0.007 0.001 -0.003
Si 15.021 31.369 6.759 -0.025 0.019 0.009
Si 12.317 34.039 6.734 0.022 -0.011 -0.009
Si 14.96 36.751 6.782 0.013 -0.011 -0.005
Si 12.168 39.477 6.799 0 0.007 -0.004
Si 14.896 42.238 6.804 -0.005 -0.018 0.008
Si 12.131 44.967 6.784 0.012 -0.016 -0.002
Si 14.867 47.731 6.828 0 -0.022 0.009
Si 12.148 50.407 6.751 0.015 -0.01 -0.011
Si 14.86 53.113 6.772 0.009 -0.004 -0.004
Si 12.171 55.838 6.761 0.014 -0.003 -0.002
Si 14.874 58.54 6.81 0.005 -0.02 -0.015
Si 12.225 61.299 6.793 -0.001 0.005 -0.006
Si 14.939 63.963 6.826 0.017 -0.013 0.001
Si -0.018 2.708 13.631 -0.007 0.002 -0.003
Si 2.731 -0.024 13.657 0.005 -0.016 0.002
Si -0.016 8.111 13.628 0.001 0.004 -0.001
Si 2.718 5.43 13.63 -0.012 0.005 0.003
Si -0.02 13.51 13.661 -0.007 0.01 0.006
Si 2.709 10.792 13.595 0.003 0.003 -0.005
Si 0.055 19 13.665 -0.004 0.023 -0.002
Si 2.738 16.254 13.654 0.005 0 0.022
Si 0.045 24.48 13.628 0.014 0.003 0.003
Si 2.763 21.73 13.608 0.015 -0.008 0.003
Si 0.013 29.91 13.567 -0.015 -0.002 0.003
Si 2.732 27.201 13.584 -0.008 0.004 -0.004
Si -0.037 35.4 13.499 -0.011 0.003 -0.002
Si 2.692 32.648 13.501 -0.011 0.004 0
Si -0.041 40.877 13.525 0.009 -0.014 0.007
Si 2.698 38.156 13.517 0.004 -0.01 0.008
Si -0.036 46.3 13.597 0.006 -0.007 -0.001
Si 2.685 43.644 13.56 0.005 -0.009 0.003
Si -0.034 51.759 13.652 -0.005 0.002 0.008
Si 2.692 49.017 13.64 0.005 -0.014 0.006
Si -0.033 57.196 13.678 0.009 0.017 0.006
Si 2.681 54.466 13.64 0.016 0.003 0.006
Si -0.013 62.586 13.682 -0.004 0.017 -0.008
Si 2.691 59.932 13.694 -0.003 0.013 0.002
Si 5.468 2.705 13.643 0.016 -0.004 0.004
Si 8.128 0.013 13.688 -0.004 0.007 -0.001
Si 5.468 8.112 13.608 0.023 -0.002 -0.003
Si 8.211 5.457 13.653 -0.007 0.008 0.01
Si 5.461 13.55 13.597 0.007 0.008 0.001
Si 8.222 10.824 13.62 0.007 -0.024 -0.002
Si 5.49 19.003 13.576 0.015 -0.006 -0.012
Si 8.247 16.251 13.599 0.013 -0.017 0.001
Si 5.467 24.451 13.607 0.003 -0.007 0.004
Si 8.225 21.744 13.603 -0.006 0 -0.001
Si 5.433 29.946 13.546 -0.011 -0.009 0.009
Si 8.188 27.197 13.54 0.003 -0.004 -0.002
Si 5.457 35.423 13.477 0 -0.003 -0.005
Si 8.175 32.712 13.529 0.015 -0.015 0.001
Si 5.407 40.895 13.507 0.021 0.004 0.009
Si 8.158 38.179 13.468 -0.007 0.01 -0.009
Si 5.419 46.354 13.613 0.005 -0.005 -0.001
Si 8.148 43.624 13.585 -0.004 0.001 -0.002
Si 5.412 51.738 13.595 -0.008 0.007 -0.008
Si 8.145 49.044 13.638 -0.001 -0.006 0.014
Si 5.408 57.196 13.658 0.013 -0.002 -0.005
Si 8.169 54.464 13.635 0 -0.005 -0.003
Si 5.399 62.639 13.704 -0.012 0.008 0
Si 8.124 59.908 13.641 0.017 -0.012 -0.002
Si 10.874 2.711 13.641 0.012 -0.008 0
Si 13.607 0.007 13.647 0 -0.001 0
Si 10.95 8.133 13.704 0.002 -0.002 0.001
Si 13.583 5.424 13.674 0.001 0.012 -0.004
Si 10.932 13.537 13.634 -0.015 0.001 0.004
Si 13.607 10.81 13.701 0.011 0.007 0.019
Si 10.952 19.007 13.627 -0.006 0.019 0.004
Si 13.681 16.254 13.644 0.004 -0.008 0.003
Si 10.954 24.466 13.612 -0.006 0.004 0.001
Si 13.688 21.733 13.628 -0.005 -0.003 -0.012
Si 10.931 29.956 13.559 -0.002 -0.02 -0.008
Si 13.665 27.224 13.598 -0.018 0.009 -0.009
Si 10.869 35.419 13.482 0.001 0.001 0.004
Si 13.629 32.668 13.511 0.008 -0.009 -0.006
Si 10.89 40.9 13.561 -0.013 0.004 -0.003
Si 13.551 38.157 13.524 -0.014 0.001 -0.004
Si 10.868 46.326 13.594 0.003 0.005 -0.004
Si 13.591 43.602 13.597 -0.003 0.017 0.011
Si 10.834 51.747 13.664 -0.011 0.008 -0.006
Si 13.558 49.034 13.623 -0.001 0.009 -0.006
Si 10.89 57.19 13.636 -0.002 0.002 -0.004
Si 13.585 54.473 13.674 0.004 0.001 0.006
Si 10.848 62.614 13.656 -0.009 0.004 0
Si 13.603 59.884 13.678 -0.011 0.004 0.003
Si 1.336 4.077 14.975 0.021 0 -0.015
Si 4.101 1.344 15.001 0.02 -0.01 0
Si 1.33 9.462 14.992 0.007 0.012 -0.004
Si 4.083 6.795 14.983 -0.01 0.01 -0.008
Si 1.336 14.876 15.002 -0.011 0.022 0.014
Si 4.084 12.153 14.909 -0.003 0.014 -0.012
Si 1.428 20.384 15.013 -0.012 0.017 -0.005
Si 4.142 17.649 14.946 0.011 0.012 0
Si 1.369 25.883 14.996 -0.018 0.02 -0.006
Si 4.105 23.084 14.987 0.014 -0.012 -0.001
Si 1.343 31.296 14.904 0.014 0.008 0.005
Si 4.079 28.578 14.927 0.011 -0.002 0
Si 1.301 36.784 14.826 -0.013 -0.005 -0.02
Si 4.084 34.024 14.774 0.022 -0.009 -0.005
Si 1.305 42.267 14.868 -0.007 0.007 -0.005
Si 4.063 39.53 14.863 -0.012 -0.008 -0.013
Si 1.345 47.606 14.983 0.011 0.009 0.001
Si 4.051 44.992 14.951 -0.016 0.008 0.005
Si 1.338 53.111 15.027 -0.002 -0.003 -0.016
Si 4.09 50.371 14.982 0.012 -0.001 0.001
Si 1.324 58.57 15.044 -0.007 0.001 -0.008
Si 4.052 55.813 15.004 -0.005 0.003 -0.011
Si 1.359 63.952 15.022 0.009 -0.008 -0.01
Si 4.027 61.303 15.097 0 0.007 0.008
Si 6.847 4.082 14.973 -0.001 -0.003 -0.014
Si 9.522 1.371 15.023 0.006 0.001 0.002
Si 6.858 9.45 14.952 0.001 0.017 -0.033
Si 9.59 6.786 15.062 -0.007 -0.007 0.007
Si 6.864 14.89 14.938 0.005 0.007 -0.009
Si 9.6 12.149 14.999 -0.019 -0.008 -0.01
Si 6.817 20.398 14.928 -0.017 0.005 0.003
Si 9.594 17.625 14.973 0.006 0.001 -0.014
Si 6.822 25.859 14.918 -0.008 0.016 -0.003
Si 9.598 23.094 14.973 0.025 0.001 0.008
Si 6.785 31.354 14.857 -0.002 0.038 0.003
Si 9.567 28.553 14.867 -0.002 -0.018 -0.009
Si 6.79 36.84 14.806 -0.001 0 -0.008
Si 9.538 34.089 14.878 0.016 0.006 0.002
Si 6.758 42.239 14.878 -0.028 0 -0.011
Si 9.512 39.509 14.853 0.003 -0.013 0.003
Si 6.788 47.692 15.006 0 -0.002 -0.014
Si 9.533 44.963 14.96 -0.016 -0.019 0.006
Si 6.784 53.087 14.947 0.022 -0.012 -0.014
Si 9.498 50.368 15.057 0.001 0.003 0.005
Si 6.775 58.56 15.021 -0.021 0.009 0
Si 9.546 55.834 14.993 0.006 -0.021 -0.005
Si 6.744 64.013 15.081 -0.005 -0.009 0.018
Si 9.47 61.26 15.015 -0.005 0.024 -0.001
Si 12.205 4.063 15.028 -0.011 0 0.004
Si 14.97 1.365 15.019 -0.008 -0.008 -0.002
Si 12.276 9.476 15.149 -0.01 0.002 0.014
Si 14.925 6.814 15.025 -0.015 0.016 0.009
Si 12.309 14.886 14.99 -0.018 0.014 -0.006
Si 14.942 12.168 15.081 0.007 0.002 -0.01
Si 12.325 20.376 14.99 -0.015 -0.011 -0.004
Si 15.031 17.619 15.025 0 -0.033 0.006
Si 12.308 25.867 14.954 0.006 0.008 -0.018
Si 15.055 23.087 15.005 0.001 -0.018 0.017
Si 12.288 31.347 14.906 0.002 0.01 0.008
Si 15.015 28.573 14.992 0.023 -0.003 0.003
Si 12.18 36.781 14.861 -0.004 0.019 -0.008
Si 14.969 34.017 14.872 0.014 -0.007 -0.025
Si 12.245 42.241 14.97 0.004 0.001 0.015
Si 14.928 39.503 14.869 -0.014 0.006 0.002
Si 12.207 47.669 14.996 0.003 -0.011 -0.003
Si 14.945 44.955 14.987 0.019 -0.003 0.005
Si 12.221 53.09 15.019 -0.005 -0.001 0.003
Si 14.939 50.368 14.986 0.011 -0.009 -0.012
Si 12.259 58.51 15.039 0.002 -0.017 -0.013
Si 14.948 55.837 15.054 -0.01 -0.002 0.004
Si 12.225 63.986 14.982 0.014 -0.015 -0.009
Si 14.976 61.214 15.063 0.009 -0.019 0.006
Si 0.049 0.029 16.354 0.033 0.024 0
Si 2.721 2.712 16.293 -0.024 0.006 -0.026
Si -0.042 5.44 16.309 -0.008 -0.023 0.011
Si 2.729 8.165 16.354 -0.005 0.025 0.032
Si -0.084 10.722 16.413 -0.026 -0.014 0.008
Si 2.648 13.405 16.274 -0.019 -0.033 0.015
Si 0.029 16.251 16.43 0.007 0.013 0.024
Si 2.834 19.029 16.34 0.016 -0.018 0.013
Si 0.086 21.733 16.422 0.004 0.005 0.005
Si 2.721 24.475 16.303 0.002 0 -0.026
Si 0.031 27.241 16.435 0.021 -0.011 0
Si 2.698 29.942 16.271 0.002 -0.011 -0.006
Si -0.006 32.672 16.264 -0.042 0.019 0.022
Si 2.714 35.396 16.057 -0.031 -0.004 -0.029
Si -0.094 38.091 16.209 0.014 -0.039 0.003
Si 2.664 40.893 16.168 0.013 0.006 0.019
Si -0.003 43.578 16.325 0.001 -0.006 0.022
Si 2.715 46.287 16.412 0.015 0 0.007
Si -0.028 48.966 16.301 -0.027 -0.013 -0.017
Si 2.752 51.739 16.331 0 -0.017 0.02
Si -0.037 54.458 16.405 0.006 0.009 0.031
Si 2.695 57.192 16.348 0.021 -0.009 -0.006
Si -0.013 59.867 16.511 0.002 0.01 -0.017
Si 2.634 62.64 16.509 0.006 -0.02 0.008
Si 5.406 0.065 16.498 -0.013 -0.004 0.049
Si 8.229 2.795 16.381 0.006 0.002 0.004
Si 5.458 5.416 16.293 0.034 -0.007 0.015
Si 8.25 8.195 16.383 0.02 0.034 0.023
Si 5.474 10.814 16.238 0.028 -0.025 -0.013
Si 8.187 13.48 16.287 -0.018 -0.014 -0.002
Si 5.503 16.267 16.267 0.027 0.017 -0.002
Si 8.152 19.003 16.236 0.018 -0.018 -0.013
Si 5.478 21.724 16.361 0.007 0.004 0.012
Si 8.218 24.518 16.248 -0.002 -0.006 -0.027
Si 5.438 27.208 16.282 -0.009 0.006 0.013
Si 8.172 29.948 16.117 0.007 -0.014 -0.007
Si 5.391 32.712 16.211 -0.011 -0.004 0.034
Si 8.155 35.515 16.151 0.026 0.024 -0.008
Si 5.448 38.176 16.201 0.011 0.001 0.029
Si 8.133 40.86 16.179 0.006 0.012 -0.023
Si 5.416 43.598 16.247 0.018 -0.026 -0.008
Si 8.194 46.334 16.325 0.006 0.005 -0.007
Si 5.429 49.027 16.403 0.009 0.002 0.013
Si 8.073 51.728 16.364 -0.022 -0.007 0.006
Si 5.465 54.449 16.317 -0.011 0.015 -0.018
Si 8.149 57.162 16.338 0.013 -0.001 -0.003
Si 5.436 59.939 16.403 0 -0.022 0.011
Si 8.118 62.631 16.398 -0.011 0.006 -0.017
Si 10.871 -0.007 16.37 0.016 0.017 0.028
Si 13.561 2.699 16.36 -0.006 0 -0.002
Si 10.888 5.394 16.48 -0.02 -0.005 0.003
Si 13.618 8.099 16.555 0.035 -0.004 0.02
Si 10.917 10.871 16.511 -0.006 0.01 0.002
Si 13.57 13.53 16.46 -0.025 -0.02 0.002
Si 11.011 16.295 16.332 -0.007 0.027 0.004
Si 13.67 19.002 16.364 -0.012 0.063 -0.01
Si 10.968 21.731 16.36 -0.005 0.019 0.016
Si 13.69 24.507 16.296 0.003 -0.003 -0.024
Si 10.927 27.243 16.291 -0.006 0.005 0.011
Si 13.658 30.008 16.286 0.018 0.006 -0.018
Si 10.928 32.741 16.236 0.001 -0.006 0.006
Si 13.552 35.38 16.145 -0.035 0.01 -0.018
Si 10.817 38.133 16.242 -0.011 -0.021 0.027
Si 13.639 40.858 16.293 0.012 -0.01 0.016
Si 10.873 43.599 16.346 -0.003 0.012 0.017
Si 13.573 46.315 16.352 0.012 0.026 0.014
Si 10.88 48.992 16.433 -0.019 0.021 -0.014
Si 13.558 51.679 16.37 -0.01 -0.027 -0.009
Si 10.939 54.519 16.381 0 0.004 0.018
Si 13.637 57.202 16.481 0.014 0.006 -0.005
Si 10.839 59.86 16.321 -0.019 -0.015 0.012
Si 13.586 62.627 16.316 -0.039 -0.013 0.003
Si 1.396 1.422 17.724 -0.004 -0.039 0.001
Si 4.091 4.041 17.625 -0.001 -0.016 -0.022
Si 1.325 6.784 17.645 0.014 0.005 -0.03
Si 4.133 9.563 17.667 -0.014 0.002 -0.011
Si 1.287 12.047 17.719 0.027 0.013 0.017
Si 4.11 14.774 17.429 0.033 -0.024 0.013
Si 1.539 17.611 17.683 0.025 0.004 -0.014
Si 4.133 20.374 17.808 0.019 -0.006 -0.013
Si 1.411 23.186 17.776 -0.035 -0.003 0
Si 4.069 25.818 17.648 0.018 0.011 -0.006
Si 1.391 28.674 17.783 -0.036 -0.014 0.028
Si 4.053 31.309 17.594 -0.003 0.016 -0.023
Si 1.462 34.046 17.472 0.034 0.009 -0.016
Si 4 36.773 17.4 -0.015 -0.014 -0.036
Si 1.266 39.526 17.458 -0.017 0.022 -0.037
Si 4.002 42.245 17.549 -0.026 -0.001 -0.035
Si 1.379 44.85 17.76 0.033 -0.01 -0.001
Si 4.087 47.665 17.791 -0.02 -0.002 -0.028
Si 1.397 50.291 17.589 0.003 -0.025 -0.029
Si 4.153 53.09 17.685 0.021 -0.014 -0.012
Si 1.332 55.871 17.733 0.002 0.035 -0.015
Si 4.086 58.522 17.699 -0.002 0.01 -0.008
Si 1.279 61.255 17.928 0.02 0.042 0.032
Si 3.927 64.081 17.875 0.016 0.006 -0.003
Si 6.871 1.511 17.745 -0.014 -0.019 -0.038
Si 9.537 4.074 17.916 0.003 -0.016 0.012
Si 6.877 6.755 17.589 0.005 -0.008 -0.006
Si 9.529 9.555 17.898 -0.042 0 0.006
Si 6.843 12.062 17.644 0.031 0.001 -0.007
Si 9.587 14.875 17.521 0.007 -0.006 -0.035
Si 6.796 17.7 17.655 -0.054 0.02 -0.02
Si 9.537 20.286 17.599 0.006 0.004 -0.032
Si 6.872 23.169 17.6 -0.022 0.005 -0.019
Si 9.561 25.858 17.634 -0.009 0.001 -0.023
Si 6.831 28.647 17.517 0.009 0.002 -0.031
Si 9.5 31.329 17.432 0.035 0.007 -0.027
Si 6.72 34.228 17.431 -0.011 0.007 -0.031
Si 9.393 36.848 17.648 -0.036 0.012 -0.009
Si 6.821 39.535 17.582 0.015 0.008 -0.001
Si 9.473 42.15 17.586 -0.006 0.004 -0.035
Si 6.856 44.903 17.584 0.011 -0.01 -0.027
Si 9.501 47.652 17.81 -0.022 -0.008 -0.007
Si 6.74 50.388 17.834 0.03 0.028 -0.022
Si 9.478 53.147 17.582 -0.017 0.024 -0.029
Si 6.816 55.789 17.703 0.004 0 -0.007
Si 9.508 58.488 17.704 0.015 -0.007 -0.008
Si 6.763 61.317 17.809 -0.031 0.012 0.02
Si 9.508 63.976 17.736 -0.026 -0.047 -0.031
Si 12.206 1.354 17.752 0.013 -0.013 -0.001
Si 14.888 4.12 17.659 -0.013 0.015 -0.019
Si 12.244 6.692 17.9 0.03 0.008 0.028
Si 14.963 9.447 17.999 0.016 0.029 0.006
Si 12.246 12.212 17.976 -0.017 -0.017 0.013
Si 14.902 14.92 17.796 0.03 0.059 -0.006
Si 12.351 17.66 17.786 -0.016 -0.057 -0.01
Si 15.078 20.288 17.75 -0.015 0.004 0.013
Si 12.36 23.175 17.669 -0.031 -0.006 -0.014
Si 14.989 25.814 17.768 0.002 0.011 -0.002
Si 12.262 28.686 17.613 -0.013 0 -0.031
Si 14.958 31.383 17.719 0.005 -0.003 0.007
Si 12.247 34.147 17.638 0.021 -0.02 -0.009
Si 14.885 36.646 17.541 -0.01 -0.006 -0.018
Si 12.268 39.423 17.552 0.015 0.001 -0.014
Si 15.008 42.201 17.704 -0.001 -0.024 -0.012
Si 12.236 44.964 17.747 -0.051 0.022 0.015
Si 14.962 47.647 17.726 -0.006 0.019 -0.018
Si 12.275 50.309 17.826 0.035 -0.022 0.003
Si 14.906 53.038 17.708 0.002 0.02 -0.017
Si 12.338 55.811 17.858 -0.015 -0.032 -0.013
Si 14.989 58.516 17.957 0.01 -0.011 0.004
Si 12.193 61.249 17.613 -0.009 0.046 -0.038
Si 14.971 64.006 17.628 0.007 -0.039 0.061
Si -0.066 2.778 18.931 -0.014 -0.006 0.013
Si 2.683 0.266 19.328 0.043 0.007 0.027
Si 0.084 7.986 19.247 -0.034 0.056 0.028
Si 2.692 5.381 18.902 -0.023 -0.009 0.033
Si -0.119 13.418 19.029 -0.022 -0.039 0.006
Si 2.684 10.742 19.115 0.002 0.007 0.029
Si 0.206 18.914 19.101 -0.008 0.012 0.043
Si 2.852 16.029 18.869 -0.012 0.056 0.031
Si 0.012 24.46 19.245 0.018 -0.018 0.051
Si 2.797 21.857 19.139 0.025 0.019 0.045
Si 0.032 30.128 19.183 0.026 0.026 0.017
Si 2.75 27.176 19.059 -0.022 -0.005 0.041
Si 0.079 35.35 18.782 -0.037 0.014 0.018
Si 2.735 32.722 18.95 0.015 -0.04 0.031
Si 0.029 40.766 19.022 0.012 0.031 0.052
Si 2.671 38.169 18.691 0.008 -0.022 0.044
Si -0.02 46.221 19.042 -0.007 0.005 0.031
Si 2.716 43.421 19.139 -0.013 -0.007 0.043
Si 0.054 51.666 18.88 -0.007 -0.015 0.03
Si 2.684 49.059 19.136 0.058 -0.002 0.052
Si 0.033 57.069 19.353 -0.021 -0.008 0.052
Si 2.819 54.526 18.934 0.012 0.032 0.039
Si -0.288 62.601 19.176 -0.301 -0.355 -0.41
Si 2.726 59.791 19.135 0.085 0.006 0.076
Si 5.501 2.89 19.094 0.027 0.004 0.047
Si 8.309 0.177 19.046 -0.027 -0.036 0.055
Si 5.526 8.12 18.863 -0.02 -0.001 -0.013
Si 8.094 5.505 19.165 -0.02 -0.01 0.048
Si 6.848 14.943 19.983 0.086 0.135 -0.54
Si 8.083 10.904 19.3 0.035 -0.032 0.027
Si 5.55 19.025 19.203 0.262 0.238 -0.315
Si 8.268 16.297 18.767 0.012 0 0.047
Si 5.495 24.494 18.985 -0.009 -0.013 0.047
Si 8.269 21.776 18.859 0.009 -0.014 0.053
Si 5.461 29.95 18.903 -0.015 -0.002 0.048
Si 8.19 27.327 18.877 -0.006 0.008 0.054
Si 5.336 35.553 18.834 0.047 0.004 0.047
Si 8.067 32.749 18.577 0.007 -0.008 0.025
Si 5.403 40.911 18.826 0.006 0.005 0.053
Si 8.05 38.219 19.11 0.027 -0.02 0.033
Si 5.532 46.195 18.985 -0.007 0.012 0.043
Si 8.143 43.51 18.973 0.002 0.012 0.035
Si 5.356 51.764 19.237 0.012 -0.017 0.023
Si 8.185 49.06 19.197 -0.003 0.027 0.046
Si 5.492 57.171 19.042 0.024 0.003 0.062
Si 8.184 54.442 19.06 0.008 -0.016 0.066
Si 5.447 62.826 19.143 0.266 0.178 -0.406
Si 8.185 59.88 19.057 0.003 0.008 -0.002
Si 10.977 2.7 19.262 0.031 0.045 0.066
Si 13.619 -0.015 19.02 0.056 0.048 -0.01
Si 10.854 8.068 19.206 -0.039 0.016 0.029
Si 13.628 5.308 19.267 0.013 -0.011 0.045
Si 10.787 13.717 19.162 0.002 0.034 0.056
Si 13.561 10.804 19.46 0.026 -0.018 0.073
Si 10.792 18.922 19.062 -0.029 -0.036 0.04
Si 13.676 16.335 19.301 0.008 -0.006 0.026
Si 10.947 24.522 19.029 0 -0.049 0.026
Si 13.716 21.77 19.005 0.007 -0.004 0.018
Si 10.847 30.089 18.9 -0.01 0.055 0.047
Si 13.581 27.291 18.972 0.036 -0.003 0.006
Si 10.782 35.479 18.951 -0.016 0.019 0.044
Si 13.521 32.736 19.068 -0.296 -0.191 -0.391
Si 10.855 40.739 18.853 0.002 -0.01 0.038
Si 13.511 37.956 18.922 -0.042 0 0.039
Si 10.805 46.247 19.202 -0.202 -0.311 -0.393
Si 13.61 43.531 19.043 0.028 0.006 0.035
Si 10.829 51.809 18.901 -0.016 0.024 0.032
Si 13.754 49.029 19.253 -0.028 -0.035 0.059
Si 10.877 57.178 19.133 -0.001 0.015 0.037
Si 13.717 54.372 19.251 -0.017 0.017 0.046
Si 10.884 62.579 19.034 -0.028 -0.04 0.017
Si 13.499 59.995 19.095 0.006 0.012 0.09
Si 1.166 4.236 20.246 0.075 -0.012 -0.721
Si 4.475 1.349 20.478 -0.296 0.073 -0.703
Si 1.921 8.919 20.421 -0.165 0.05 -0.7
Si 4.134 6.739 20.089 0.039 -0.016 -0.439
Si 1.407 14.709 20.145 0.016 -0.044 -0.403
Si 3.395 12.309 20.731 -0.304 -0.201 -0.348
Si 1.266 20.618 20.393 0.028 -0.074 -0.648
Si 4.29 16.62 20.596 -0.164 -0.122 -0.495
Si 1.095 26.187 20.481 0.374 -0.403 -0.607
Si 4.482 22.942 20.456 -0.319 0.274 -0.663
Si 1.152 31.844 20.464 -0.258 0.199 -0.461
Si 4.456 28.274 20.214 -0.117 0.084 -0.682
Si 1.129 37.04 19.973 0.107 -0.092 -0.697
Si 4.356 33.908 20.172 -0.241 0.071 -0.656
Si 1.737 41.632 20.46 -0.101 0.163 -0.699
Si 4.014 39.497 20.009 0.008 0.048 -0.392
Si 1.113 47.785 20.36 0.232 -0.066 -0.686
Si 4.368 44.641 20.296 -0.194 0.062 -0.711
Si 1.432 53.082 20.05 0.018 0.028 -0.535
Si 3.536 50.844 20.52 0.249 -0.211 -0.692
Si 1.732 58.197 20.551 -0.312 0.156 -0.692
Si 3.972 55.991 20.358 0.155 -0.153 -0.739
Si 1.027 64.902 20.885 0.25 0.435 -0.335
Si 4.222 60.608 20.744 -0.405 -0.148 -0.605
Si 6.377 4.593 20.499 0.119 -0.109 -0.684
Si 9.752 1.232 20.603 0.376 -0.287 -0.389
Si 6.87 9.158 20.457 0.042 0.25 -0.566
Si 9.217 7.022 20.547 0.077 -0.115 -0.606
Si 5.505 13.539 18.798 0.206 0.169 -0.435
Si 9.018 12.817 20.482 0.112 -0.235 -0.763
Si 6.776 20.717 20.284 0.107 -0.297 -0.653
Si 9.777 17.123 20.318 0.394 -0.048 -0.34
Si 6.702 26.107 20.16 0.085 -0.115 -0.679
Si 9.851 22.811 20.231 -0.094 0.21 -0.739
Si 6.584 31.687 19.985 -0.039 -0.214 -0.727
Si 9.676 28.581 20.188 -0.269 0.142 -0.655
Si 6.187 37.239 20.247 0.165 0.015 -0.625
Si 9.472 33.869 20.001 0.004 0.227 -0.64
Si 6.508 42.415 20.221 0.125 -0.108 -0.743
Si 9.777 39.292 20.355 -0.226 0.051 -0.691
Si 6.662 47.713 20.383 0.219 -0.149 -0.647
Si 9.762 44.511 20.355 -0.241 0.238 -0.629
Si 7.06 52.895 20.429 -0.212 0.15 -0.73
Si 9.375 50.764 20.389 0.052 -0.289 -0.679
Si 6.704 58.666 20.392 0.11 -0.193 -0.708
Si 9.741 55.577 20.422 -0.217 0.204 -0.767
Si 6.673 64.448 20.275 0.104 -0.102 -0.703
Si 9.761 60.975 20.383 -0.029 0.21 -0.658
Si 12.607 3.69 20.698 -0.11 0.123 -0.619
Si 14.904 1.492 20.311 -0.034 -0.028 -0.401
Si 12.036 9.386 20.721 0.337 -0.013 -0.721
Si 15.291 6.355 20.541 -0.183 0.275 -0.728
Si 11.704 15.521 20.43 -0.158 0.154 -0.616
Si 14.96 12.305 20.701 -0.002 -0.21 -0.652
Si 12.042 20.579 20.091 0.01 -0.044 -0.657
Si 15.688 17.165 20.486 -0.206 0.005 -0.668
Si 11.919 26.271 20.283 0.342 -0.323 0.108
Si 15.252 22.772 20.553 -0.152 0.167 -0.669
Si 11.777 31.76 20.273 0.19 -0.229 -0.604
Si 15.127 28.454 20.296 -0.227 0.348 -0.633
Si 11.914 36.948 20.399 0.121 -0.119 -0.681
Si 15.977 33.774 20.494 0.519 -0.202 -0.488
Si 11.996 42.257 20.171 0.298 -0.109 -0.717
Si 15.117 39.098 20.126 -0.094 0.277 -0.677
Si 13.012 47.502 20.907 0.117 0.371 -0.466
Si 14.861 44.974 20.418 0.11 -0.137 -0.643
Si 11.923 53.304 20.323 0.221 -0.089 -0.735
Si 15.442 50.196 20.427 -0.216 0.065 -0.633
Si 11.994 58.813 20.392 0.004 -0.15 -0.7
Si 15.522 55.201 20.61 -0.152 0.194 -0.704
Si 12.537 63.666 20.269 0.007 0.015 0.062
Si 14.17 61.835 20.422 -0.058 0.206 -0.611
Si -2.107 8.268 22.55 -0.049 -0.04 0.096
Si -8.905 14.821 29.565 0.023 -0.084 0.162
Si 3.992 9.221 25.369 -0.093 -0.056 -0.036
Si -3.956 24.044 28.477 0.043 0.019 0.111
Si 2.071 28.572 27.35 -0.112 0.004 0.085
Si 5.066 21.701 29.029 0.128 -0.06 0.105
Si -2.722 40.691 22.315 0.019 0.01 -0.067
Si 6.847 28.428 24.09 -0.025 -0.21 -0.134
Si 12.527 45.237 29.564 0.076 -0.031 0.105
Si -10.864 43.091 28.929 -0.124 0.001 0.035
Si -9.623 32.296 29.446 -0.069 0.115 0.107
Si -5.487 65.231 26.077 0.027 -0.036 0.055
Si 3.111 57.636 25.223 0.086 0.007 -0.017
Si 15.478 65.648 29.061 0.075 -0.035 0.029
Si -5.055 65.088 28.96 -0.075 -0.038 0.133
Si 13.018 67.472 28.901 0.01 0.083 0.13
Si 4.527 5.292 28.916 0.01 0.066 0.076
Si 2.061 4.783 27.391 -0.033 0.06 -0.017
Si -6.017 14.467 29.193 -0.053 0.014 0.152
Si 1.443 7.91 26.849 0.09 0.049 0.13
Si -3.339 20.186 22.81 0.109 -0.05 -0.064
Si -2.322 23.246 26.232 -0.121 -0.039 -0.047
Si -10.817 25.721 30.36 -0.007 0.08 0.207
Si 7.847 41.3 28.965 0.031 0.027 0.028
Si 3.991 41.522 27.044 -0.092 0.1 0.131
Si 18.107 52.299 24.473 0.055 -0.015 -0.062
Si 0.943 35.634 22.496 0.034 -0.102 -0.073
Si 12.477 53.331 29.847 -0.042 0.031 0.142
Si 16.773 56.245 27.818 0.031 0.034 0.022
Si 7.212 47.995 23.29 0.021 -0.091 -0.044
Si 6.621 68.019 25.297 0.05 0.019 -0.071
Si -2.934 11.732 29.074 -0.042 0.099 0.196
Si 18.889 -5.756 23.043 -0.036 -0.063 -0.16
Si 8.154 3.112 22.66 0.05 0.115 -0.093
Si 12.056 15.637 26.851 0.109 0.066 0.092
Si 14.158 11.714 26.199 0.036 0.042 -0.002
Si 9.84 16.869 25.382 -0.016 0.078 0.026
Si 12.956 -0.5 24.198 -0.065 0.079 -0.035
Si -0.233 24.854 27.854 -0.008 0.12 0.071
Si 14.949 23.194 30.006 -0.068 -0.094 -0.045
Si 22.114 34.287 27.461 -0.087 0.037 -0.037
Si 9.65 30.132 26.821 -0.049 0.013 -0.036
Si 4.703 48.892 22.298 -0.104 0.017 0.011
Si 11.303 34.101 27.95 -0.12 -0.061 0.034
Si 13.713 43.972 27.065 0.001 0.046 0.004
Si 17.469 63.931 23.675 0.088 -0.025 -0.069
Si 18.545 45.451 25.376 -0.005 -0.087 -0.1
Si 6.712 52.056 28.985 0.103 0.15 0.131
Si 18.256 74.478 29.77 -0.067 -0.032 0.084
Si 8.828 -1.872 25.173 0.055 0.026 -0.056
Si -8.752 10.138 26.841 0.1 0.065 -0.066
Si 8.92 12.59 25.874 -0.044 -0.126 0.032
Si -9.713 14.176 26.705 0.018 -0.117 0.032
Si 16.421 10.237 22.381 0.017 0.077 0.018
Si 8.042 18.274 27.24 0.108 0.023 -0.086
Si 9.36 33.453 29.998 -0.013 0.116 0.083
Si 6.102 35.22 24.506 0.1 0.04 -0.072
Si 0.599 32.123 28.35 0.102 -0.008 0.089
Si -5.921 35.023 25.182 0.027 -0.16 -0.021
Si 19.577 33.284 28.797 -0.08 -0.062 0.044
Si 7.343 29.569 28.964 0.107 -0.113 0.061
Si 0.689 47.656 26.856 -0.012 0.008 0.249
Si 5.18 36.9 28.713 0.01 -0.03 0.106
Si 0.001 37.634 26.967 0.116 0.106 -0.028
Si 9.279 46.667 26.815 0.079 -0.122 0.027
Si 10.662 56.508 27.281 0.039 0.001 0.044
Si 10.041 60.856 26.155 -0.021 -0.063 -0.033
Si 14.963 55.967 23.668 0.029 -0.015 -0.147
Si -4.977 51.465 22.581 -0.107 -0.043 -0.137
Si 18.687 61.563 25.181 0.016 0.024 0.023
Si 4.323 -14.791 29.688 -0.068 -0.024 0.148
Si 5.949 24.193 27.992 -0.019 0.044 0.078
Si 5.228 23.597 23.284 -0.111 0.078 -0.097
Si 5.622 16.367 24.657 0.125 -0.035 -0.089
Si 12.73 35.43 23.139 0.027 -0.034 -0.08
Si 6.626 27.67 26.837 -0.034 0.043 0.05
Si 13.794 -2.076 28.994 0.126 -0.039 0.142
Si -6.369 22.765 29.893 -0.01 0.09 0.062
Si 14.488 27.958 23.189 0.095 -0.063 -0.041
Si 8.445 36.933 24.412 -0.175 0.002 -0.051
Si 8.301 39.768 25.003 0.026 0.045 0.072
Si 12.636 18.084 28.563 -0.024 -0.013 -0.056
Si 19.235 46.403 22.501 0.014 0.052 -0.001
Si 5.555 54.81 29.057 0.013 0.108 0.008
Si 10.963 44.358 25.74 -0.049 -0.021 0.017
Si 8.635 63.047 22.292 0.155 0.015 -0.208
Si 21.571 57.149 27.468 0.025 -0.046 -0.042
Si -1.179 55.087 30.18 0.452 -0.276 0.518
Si 7.953 70.466 26.799 -0.046 -0.124 0.108
Si 14.976 -16.099 25.432 0.072 0.059 -0.065
Si 2.118 25.796 26.123 -0.14 0.123 0.018
Si 8.322 30.442 22.321 0.146 -0.088 -0.043
Si 11.41 19.602 25.082 -0.046 0.026 0.067
Si 20.127 11.609 29.625 -0.043 0.001 0.277
Si 7.27 20.117 23.238 0.009 0.019 -0.08
Si 12.088 36.557 29.712 -0.05 -0.048 -0.015
Si 13.673 39.465 24.951 -0.081 -0.062 0.068
Si 2.597 31.539 23.393 -0.098 -0.028 -0.245
Si 21.474 18.738 26.582 -0.054 0.072 -0.079
Si 0.993 40.583 27.012 -0.053 0.02 0
Si 11.821 53.604 26.857 -0.006 0.084 0.022
Si 8.016 56.913 22.692 0.02 -0.004 -0.114
Si 12.836 60.59 27.669 -0.096 0.083 0.037
Si 18.577 63.521 29.976 0.085 0.011 0.064
Si -19.539 14.069 22.698 0.052 0.01 -0.031
Si 7.137 3.609 29.134 0.024 0.102 0.155
Si -12.419 0.784 29.771 -0.085 0.041 0.183
Si 2.216 19.629 23.207 -0.063 -0.028 -0.129
Si -7.485 20.941 25.649 0.036 -0.046 -0.086
Si -1.768 14.501 25.241 -0.079 0.036 -0.041
Si -8.324 24.214 22.336 -0.082 0.088 -0.191
Si -19.504 41.123 27.229 0.035 0.031 -0.043
Si -0.034 51.545 26.796 -0.017 0.056 0.073
Si 14.559 53.294 25.326 0.1 -0.11 0.066
Si 7.239 52.782 26.225 0.004 0.03 0.123
Si -6.252 58.161 24.624 -0.101 0.006 0.045
Si -6.613 48.907 24.72 0.008 0.07 -0.02
Si 7.409 60.8 27.887 -0.148 0.09 -0.008
Si 14.627 67.34 25.046 0.035 0.063 -0.058
Si 14.741 -2.93 23.363 0.003 -0.116 -0.064
Si -5.749 5.146 22.794 0.036 -0.084 -0.142
Si 16.634 18.632 27.407 -0.048 0.006 -0.018
Si 4.875 10.38 22.7 -0.007 0.003 -0.138
Si -2.189 30.385 24.855 -0.116 0.104 0.079
Si 11.561 12.094 24.676 -0.008 0.06 -0.071
Si -7.965 41.213 22.443 0.063 0.04 -0.13
Si 5.342 6.727 26.33 -0.062 -0.101 0.011
Si -0.382 27.616 29.146 0.099 -0.128 0.005
Si 9.764 18.223 29.881 0.077 -0.014 0.06
Si -4.176 25.917 22.563 -0.047 0.197 -0.476
Si 16.392 43.282 25.629 -0.035 -0.075 -0.024
Si -2.858 38.405 27.648 0.011 0.025 -0.168
Si 13.464 29.389 29.616 -0.078 0.037 0.673
Si -3.64 32.255 23.122 -0.133 0.082 -0.057
Si -4.711 58.544 29.587 -0.113 -0.026 0.044
Si 6.212 39.433 27.203 -0.061 0.062 0.116
Si -7.317 73.951 28.93 0.021 0.17 0.157
Si 11.51 6.84 28.509 0.112 -0.194 0.217
Si 17.853 -6.811 29.798 0.115 0.021 0.143
Si 27.494 -0.405 21.758 0.166 0.141 -0.692
Si -1.27 17.543 29.965 -0.006 0.012 0.055
Si 13.473 23.211 23.129 0.109 0.081 -0.091
Si 1.461 39.698 29.727 -0.118 0.004 0.117
Si 33.87 26.836 23.445 -0.064 0.137 -0.14
Si 18.095 49.975 28.323 -0.091 0 0.023
Si 20.829 53.082 25.034 -0.007 -0.039 -0.048
Si 12.125 68.155 26.131 0.179 -0.085 0.034
Si 12.508 48.92 23.698 -0.004 -0.044 -0.097
Si 2.908 68.263 22.577 0.074 0.069 -0.043
Si -11.538 -3.788 26.8 0.03 -0.029 -0.079
Si -15.99 16.615 25.122 0.098 0.054 -0.062
Si 0.965 1.476 24.481 -0.093 0.085 -0.062
Si 4.625 20.889 24.501 0.08 -0.062 0.033
Si 9.913 32.098 24.426 0.015 -0.048 -0.02
Si 2.852 30.402 29.283 -0.036 0.059 -0.015
Si 3.029 19.332 28.607 -0.01 -0.07 0.154
Si -16.672 42.817 22.502 0.036 -0.014 -0.188
Si -6.8 27.146 26.688 0.002 0.152 0.094
Si -0.621 51.157 23.311 0.032 -0.001 -0.023
Si 9.844 51.991 25.061 0.084 -0.026 -0.037
Si 5.803 54.734 22.641 0.031 -0.011 -0.151
Si 12.754 58.079 23.231 0.106 -0.016 -0.065
Si -2.024 59.963 25.072 -0.068 -0.012 -0.089
Si 6.2 1.107 27.829 -0.144 0.005 -0.064
Si -2.33 20.14 26.856 -0.043 0.039 0.064
Si -3.22 8.96 29.903 -0.168 0.153 0.071
Si 0.678 30.837 25.683 0.135 0.074 0.106
Si 7.509 10.833 24.001 0.044 -0.072 0.017
Si 5.018 25.335 25.6 0.034 0.104 -0.121
Si 9.337 26.266 23.971 -0.07 0.276 -0.142
Si -4.798 26.898 29.137 0.022 -0.09 0.042
Si 15.618 18.681 23.328 0.048 -0.021 -0.153
Si 17.213 47.582 29.802 0.042 -0.061 -0.03
Si 12.479 31.244 27.488 -0.044 0.002 -0.193
Si 7.723 35.363 22.213 -0.027 -0.025 -0.118
Si 10.059 41.641 26.884 -0.033 0.04 0.009
Si 7.221 45.434 25.087 0.101 0.126 -0.04
Si 9.921 46.945 29.727 -0.019 0.042 0.25
Si 2.374 54.825 25.743 -0.1 -0.008 0.074
Si 18.571 37.05 28.948 -0.009 0.034 0.124
Si 7.63 55.654 27.385 -0.042 -0.021 -0.016
Si 0.413 67.567 27.173 -0.041 -0.04 0.033
Si 10.407 76.822 29.427 -0.048 -0.006 0.064
Si 23.048 -1.82 27.512 -0.054 -0.093 0.071
Si 2.966 16.654 23.403 -0.088 0.01 -0.024
Si 8.117 17.175 23.087 -0.053 0.017 -0.181
Si 4.006 4.415 24.942 0 0.032 0.037
Si 2.201 -4.133 28.122 -0.01 -0.037 0.052
Si 3.81 28.737 23.17 0.102 -0.127 0.056
Si 15.58 9.235 25.06 0.025 -0.041 -0.207
Si -1.068 37.02 24.289 -0.178 -0.054 -0.032
Si 7.811 22.106 28.11 -0.104 -0.072 0.044
Si 3.533 34.401 23.16 0.022 -0.07 -0.064
Si 9.349 44.048 23.249 -0.017 0.018 -0.066
Si 21.043 44.33 26.451 -0.025 -0.078 0.15
Si 6.429 58.73 29.864 -0.013 -0.107 0.131
Si -6.406 76.239 22.507 -0.006 0.033 -0.036
Si 16.448 57.784 25.412 -0.003 -0.068 0.043
Si 5.016 76.952 26.952 0.071 -0.017 0.043
Si 10.813 70.834 25.812 0.209 0.183 -0.04
O -11.51 5.918 30.361 0.199 0.024 -0.284
O -4.908 -4.565 31.933 0.311 0.126 -0.366
O 8.098 4.69 28.373 0.503 0.596 0.281
O -5.881 20.873 25.405 0.301 0.456 0.098
O -2.81 12.857 30.246 0.093 0.5 -0.409
O -0.397 15.265 25.609 0.131 -0.41 0.466
O 0.783 9.972 30.599 -0.449 -0.156 -0.381
O 2.404 7.902 30.693 -0.201 -0.583 -0.451
O 1.91 3.442 21.437 0.114 0.1 0.301
O -0.956 11.771 31.543 -0.092 0.08 0.108
O 11.065 5.833 24.215 0.48 0.171 -0.039
O -1.861 8.422 24.154 -0.491 -0.153 0.228
O -6.579 28.664 26.157 -0.156 0.095 -0.52
O 2.152 20.042 21.645 0.367 0.082 -0.106
O -13.241 7.815 20.846 0.246 0.17 0.205
O 0.666 19.475 23.644 -0.109 0.388 0.564
O -0.27 11.702 21.785 0.543 0.416 0.427
O 3.833 14.014 32.043 0.346 0.194 -0.433
O -13.833 27.836 23.55 -0.015 0.178 0.373
O 1.296 30.836 29.053 -0.308 -0.303 0.538
O -1.83 28.768 21.773 -0.146 0.518 0.122
O -0.287 27.526 23.498 0.131 -0.187 0.166
O 2.981 29.747 30.726 -0.04 -0.14 -0.132
O 11.05 30.511 27.506 -0.03 -0.326 0.205
O -0.623 30.163 25.07 0.142 -0.615 0.017
O 12.793 21.767 22.989 -0.266 0.132 -0.206
O 1.725 33.288 28.235 -0.028 0.473 -0.421
O 17.62 25.861 24.735 -0.152 -0.373 0.034
O 8.235 32.303 29.992 0.109 -0.53 -0.051
O -15.431 42.482 31.652 0.066 -0.038 -0.459
O 9.196 47.217 28.322 -0.408 0.359 -0.118
O -3.34 38.467 26.068 -0.248 -0.314 -0.149
O 5.488 43.363 30.498 0.08 -0.388 -0.01
O -9.159 39.167 25.959 0.064 -0.141 0.011
O 8.074 44.48 24.12 0.001 -0.451 -0.047
O 10.068 43.191 26.429 -0.129 0.103 0.052
O -8.348 45.766 26.47 -0.207 -0.347 0.525
O 2.381 40.633 30.656 0.665 -0.027 0.007
O 1.858 46.671 30.712 -0.03 0.026 -0.363
O -2.52 54.221 29.935 0.023 0.274 0.113
O 5.018 55.006 30.534 -0.115 -0.235 -0.311
O -3.525 51.958 30.637 -0.152 -0.1 -0.199
O 1.123 57.337 28.785 0.087 -0.139 0.179
O 5.975 49.053 23.277 0.046 0.543 0.466
O 0.501 63.496 20.295 -0.103 -0.159 0.2
O -11.65 55.704 28.009 -0.846 -0.226 -0.022
O 9.284 71.115 26.196 -0.197 0.644 -0.208
O 1.619 61.27 26.603 -0.502 -0.249 -0.06
O -4.348 9.378 31.019 0.119 -0.21 0.181
O 5.047 0.162 30.753 -0.171 0.155 0.063
O 7.238 2.112 28.546 0.443 -0.339 0.046
O 6.867 6.286 26.521 0.198 0.193 -0.126
O -12.202 10.729 25.945 -0.424 0.158 -0.097
O 5.15 3.294 25.057 -0.16 -0.34 0.096
O 8.064 21.105 24.242 0.073 0.547 -0.114
O 14.151 12.201 27.738 0.441 0.582 0.06
O 2.666 12.549 30.305 -0.302 -0.016 -0.305
O 0.948 28.105 28.403 -0.03 0.164 -0.123
O 4.395 10.243 32.295 -0.446 -0.122 -0.45
O 4.172 15.875 24.14 0.06 -0.453 -0.079
O -3.424 19.809 21.254 0.238 -0.732 0.136
O 1.218 20.256 31.396 -0.112 -0.011 -0.413
O 9.087 23.305 21.572 0.118 0.188 0.157
O 6.976 20.333 31.712 -0.006 -0.194 -0.186
O 13.358 14.901 26.253 0.018 -0.514 0.108
O 8.803 36.311 22.954 0.842 0.002 -0.112
O 10.434 26.903 27.977 -0.08 0.008 0.058
O 1.696 25.811 31.533 -0.063 0.068 -0.238
O 6.835 25.167 31.134 0.018 0.345 -0.161
O 11.511 31.978 24.203 0.269 -0.331 0.359
O 8.724 24.818 23.632 0.077 -0.47 0.543
O 9.807 33.726 28.462 -0.183 0.255 -0.381
O 10.874 23.597 28.854 -0.241 0.032 -0.41
O -2.337 36.084 23.919 0.002 0.071 0.427
O 10.681 32.825 30.698 0.04 0.089 -0.451
O 6.701 33.129 28.078 0.466 -0.183 -0.236
O -2.955 46.087 30.646 -0.066 0.368 -0.033
O 9.313 41.482 28.312 0.248 -0.094 0.237
O 5.177 44.391 28.006 0.249 0.43 0.255
O 14.783 52.171 24.176 -0.188 0.058 0.043
O 9.453 39.246 31.407 0.149 0.302 -0.603
O 11.156 46.019 29.308 0.002 -0.186 -0.262
O 6.624 47.678 31.385 0.147 0.24 -0.359
O 5.612 53.233 28.766 -0.428 -0.193 -0.291
O 13.974 40.796 25.841 0.44 0.519 -0.205
O 21.756 58.057 28.792 -0.46 0.128 0.287
O 10.287 59.322 30.122 -0.447 -0.01 -0.065
O 10.531 52.85 26.244 -0.149 0.055 0.243
O 12.091 64.36 25.49 0.142 -0.755 0.294
O 10.507 52.36 23.631 -0.01 0.542 -0.134
O 1.256 69.321 31.397 -0.035 -0.121 -0.453
O 12.474 73.47 28.662 -0.008 0.327 -0.716
O 8.776 60.558 27.098 0.061 -0.295 0.168
O 4.123 2.137 21.872 0.206 -0.1 0.506
O 4.635 -3.194 20.413 -0.039 0.503 0.182
O 29.849 2.976 30.178 0.566 0.211 -0.35
O 10.027 7.457 28.514 -0.37 -0.367 -0.028
O 11.713 6.191 27.01 0.484 -0.221 -0.072
O 6.032 11.193 23.49 -0.229 0.264 0.274
O 13.961 10.272 29.5 0.647 -0.18 0.115
O 21.53 25.061 24.007 -0.014 0.237 0.036
O -2.106 21.737 26.801 0.176 0.018 0.072
O 5.236 21.925 30.62 -0.403 0.425 -0.138
O 11.704 5.829 29.817 0.194 -0.254 -0.275
O 11.054 14.807 30.62 0.376 -0.443 -0.023
O -3.784 20.16 31.687 -0.029 -0.129 -0.528
O 3.07 20.694 24.068 -0.224 0.357 0.141
O 17.683 14.603 31.364 0.056 -0.025 -0.215
O 11.733 19.467 23.508 -0.385 -0.424 -0.431
O 9.067 23.734 30.821 0.275 0.154 -0.02
O 15.533 17.97 21.887 -0.07 0.305 0.269
O 14.707 24.245 31.191 0.502 0.13 0.057
O 12.489 25.593 31.854 -0.139 -0.13 -0.346
O -0.209 23.766 29.053 0.421 -0.262 0.279
O 16.924 34.129 30.743 -0.161 -0.096 0.149
O 23.185 28.779 25.673 -0.106 0.434 0.221
O 9.924 26.188 25.471 0.37 -0.355 0.001
O 15.812 32.047 31.921 0.453 -0.238 0.006
O 20.564 33.868 27.674 -0.381 -0.16 -0.452
O 10.876 37.283 30.502 -0.279 -0.167 -0.338
O 10.579 45.769 26.437 0.266 0.167 0.007
O 16.566 41.801 26.269 -0.426 -0.053 -0.202
O 10.257 42.6 31.823 -0.135 0.297 -0.264
O 12.045 43.809 30.161 -0.282 -0.292 -0.544
O 15.771 47.813 30.493 -0.482 -0.501 -0.229
O 16.736 38.749 30.511 -0.22 -0.66 -0.488
O 9.323 50.381 31.356 0.047 0.054 -0.27
O 21.837 38.097 27.707 -0.314 -0.011 -0.302
O 15.838 55.315 28.735 -0.303 -0.022 -0.43
O 12.126 52.989 28.318 -0.252 -0.534 -0.176
O 8.27 52.334 25.074 -0.149 0.305 -0.278
O 17.828 53.89 24.737 -0.727 0.422 -0.283
O 6.914 63.593 31.441 0.174 -0.13 -0.183
O 14.639 56.484 30.845 0.31 0.555 0.103
O 16.716 66.401 28.315 0.513 -0.043 -0.09
O 8.892 61.387 31.265 0.061 0.109 -0.208
O 7.41 63.717 21.515 -0.299 -0.141 0.382
O 11.208 54.115 30.496 -0.299 0.286 -0.29
O -7.631 11.33 26.886 0.493 0.021 0.144
O 5.192 5.705 20.894 -0.03 0.176 0.586
O -1.168 -4.221 31.49 0.172 0.239 -0.544
O -6.682 10.096 29.163 -0.077 -0.101 0.102
O -0.85 19.495 26.643 0.077 0.197 -0.43
O 6.492 21.181 28.392 0.019 -0.541 -0.295
O 9.928 -2.991 25.544 0.213 0.066 -0.287
O 5.304 17.828 25.264 -0.237 0.23 -0.246
O -5.521 10.923 23.855 0.191 -0.802 0.204
O 0.097 8.221 25.985 -0.098 -0.09 -0.033
O -0.818 17.495 24.41 -0.411 0.034 0.011
O -1.716 23.34 21.963 0.319 0.17 0.359
O -2.361 13.295 21.553 0.072 -0.139 -0.165
O 0.052 21.621 20.925 -0.243 -0.202 0.321
O -2.933 19.48 28.225 -0.145 0.375 0.297
O 1.411 25.957 22.077 -0.09 -0.378 0.216
O 8.046 27.306 23.831 -0.1 0.021 0.061
O 3.879 34.54 21.587 -0.049 0.465 0.005
O -5.624 26.489 23.1 -0.021 0.429 -0.068
O -2.835 26.669 23.121 0.266 -0.108 0.404
O -0.035 27.352 20.542 -0.022 -0.024 0.159
O 5.995 24.335 26.398 0.533 -0.507 -0.135
O 1.769 36.335 21.293 0.345 -0.272 0.014
O -5.804 48.266 30.462 0.5 0.01 -0.298
O 5.493 32.78 20.524 -0.059 -0.07 0.352
O -0.413 36.683 25.729 -0.02 -0.78 0.005
O 0.576 39.094 26.485 -0.02 0.107 -0.125
O 0.696 40.586 28.61 -0.54 0.327 0.244
O 11.842 35.086 29.111 -0.024 -0.012 0.055
O 14.894 38.603 24.326 0.396 0.203 -0.428
O -4.83 47.118 20.431 -0.265 0.11 0.162
O -1.721 50.095 31.316 0.2 -0.114 -0.53
O -2.882 39.911 28.252 0.19 0.155 0.826
O 3.788 45.401 21.604 0.132 -0.167 0.362
O 1.062 36.817 27.87 -0.22 -0.387 -0.3
O 0.89 51.775 23.219 0.355 0.162 -0.455
O -13.444 64.898 29.414 -0.172 0.038 -0.368
O 0.582 49.272 32.33 0.278 -0.436 0.017
O 1.476 58.889 22.028 -0.557 0.202 0.245
O 3.346 62.587 30.702 0.495 -0.121 -0.522
O 4.661 55.342 21.675 -0.256 0.144 0.178
O 3.387 52.089 24.353 0.109 -0.518 0.011
O 7.284 62.32 28.473 0.267 0.225 0.327
O -4.982 66.754 26.001 -0.038 0.242 -0.334
O 1.762 64.507 22.288 0.388 0.19 -0.065
O 10.887 54.477 20.811 0.213 -0.103 0.585
O 7.42 9.806 25.256 -0.069 -0.599 -0.05
O 3.362 4.204 23.472 0.08 0.268 -0.04
O 5.744 -12.969 25.755 -0.128 -0.582 0.016
O 5.576 0.194 20.866 -0.201 0.001 0.176
O -7.987 8.036 30.284 0.156 -0.317 -0.211
O 7.403 -5.594 29.076 0.315 -0.028 0.155
O 0.854 3.721 27.68 -0.413 0.094 0.046
O 3.825 11.451 22.067 -0.052 -0.106 0.551
O 2.341 13.573 21.003 0.004 -0.107 0.383
O 12.256 13.054 23.593 0.127 0.268 -0.165
O 7.847 13.929 20.846 -0.211 -0.167 0.345
O -1.452 28.809 29.089 0.268 0.492 -0.322
O 4.235 23.536 21.981 -0.516 0.011 0.25
O 7.564 20.366 21.672 0.378 -0.314 -0.045
O 16.733 15.902 20.812 -0.169 -0.121 0.566
O 0.856 17.474 26.403 0.347 0.093 0.296
O 14.056 23.298 24.626 0.467 0.28 0.11
O 6.733 23.326 22.752 0.153 -0.456 0.237
O -2.332 31.583 23.776 0.414 0.183 -0.467
O 5.065 38.386 20.722 0.134 0.07 0.513
O 7.463 31.241 21.249 0.013 -0.071 0.403
O 11.412 35.587 24.051 -0.144 0.231 -0.166
O 9.273 40.111 21.674 0.155 0.076 0.255
O 3.208 34.102 30.199 0.431 -0.056 0.359
O -9.873 28.397 28.273 -0.2 -0.298 0.434
O 3.824 28.895 21.564 -0.208 0.069 -0.239
O 5.458 43.527 20.814 0.056 0.048 0.601
O 3.892 50.259 22.021 0.044 0.305 0.437
O 9.273 42.476 22.879 0.501 -0.208 -0.033
O 13.477 48.825 24.989 -0.455 -0.361 0.532
O 7.339 47.295 21.819 0.606 -0.523 -0.022
O 12.26 52.441 21.667 0.611 0.195 0.09
O 20.459 42.85 26.128 -0.296 -0.198 -0.424
O 12.449 41.45 21.509 -0.268 0.181 0.404
O 6.585 53.581 21.825 -0.073 -0.319 0.252
O 2.863 57.062 20.894 -0.09 0.073 0.508
O 4.684 66.615 28.427 -0.354 0.108 -0.234
O 13.052 48.141 22.395 0.354 -0.094 0.2
O -0.27 65.926 21.162 0.031 -0.097 0.464
O 12.642 59.603 28.926 0.391 0.012 -0.136
O 11.069 48.305 24.078 -0.022 -0.635 -0.024
O 10.332 50.527 21.708 0.255 -0.201 0.316
O 21.57 63.089 26.989 -0.435 0.405 -0.194
O 11.982 65.5 23.066 0.25 0.73 -0.059
O 18.467 63.054 24.591 0.15 0.286 -0.067
O 1.439 46.78 25.771 0.018 0.28 -0.304
O 22.458 -4.717 26.881 -0.189 -0.523 -0.586
O 5.191 8.279 25.94 0.439 0.081 0.23
O 13.313 2.962 25.017 -0.119 0.549 -0.421
O 18.474 1.86 23.486 0.039 -0.506 0.043
O 25.242 15.286 29.048 0.053 0.575 -0.142
O 14.085 0.523 24.725 0.266 0.035 0.265
O 25.323 -3.735 21.685 -0.152 -0.156 0.449
O 16.469 10.099 23.992 0.262 0.21 0.348
O 7.537 3.779 26.048 0.38 0.064 0.144
O 14.411 19.735 23.428 0.157 0.109 0.199
O 4.108 9.385 23.747 -0.287 -0.609 -0.048
O 10.959 21.911 30.789 0.083 0.127 -0.386
O 4.751 18.183 20.4 -0.35 -0.035 0.18
O 10.634 18.267 25.483 0.085 -0.059 0.054
O 20.984 6.429 27.767 -0.164 0.474 -0.117
O 5.563 21.74 20.667 -0.152 -0.186 0.093
O 15.822 16.299 30.629 -0.114 -0.067 -0.499
O 15.498 21.818 30.672 -0.269 -0.115 -0.277
O 6.808 31.065 31.909 0.068 0.007 0.076
O 23.267 34.464 23.319 -0.228 -0.352 -0.013
O 19.231 18.721 30.127 0.299 -0.381 -0.137
O 13.325 30.789 26.186 0.063 -0.13 -0.035
O 10.868 38.149 20.834 0.078 -0.113 0.366
O 6.149 34.437 25.908 0.154 -0.248 -0.03
O 12.377 31.437 21.756 0.089 -0.614 0.049
O 17.813 31.647 24.556 -0.248 0.791 0.116
O 6.945 42.567 28.53 0.162 0.162 -0.131
O 6.294 30.776 29.149 -0.599 -0.301 0.161
O 19.931 45.451 26.186 0.002 0.482 0.084
O 16.303 38.054 20.543 -0.009 -0.129 0.516
O 5.292 48.525 20.822 -0.391 0.465 -0.339
O 13.66 42.528 27.799 0.021 -0.022 0.604
O 15.743 49.717 24.077 0.169 -0.293 -0.207
O 17.811 53.164 31.227 0.017 -0.32 -0.72
O 7.392 58.061 21.738 -0.156 0.444 0.093
O 31.115 41.758 22.582 0.115 -0.119 0.453
O 23.423 55.317 28.884 0.567 0.307 0.696
O 16.697 54.062 20.86 0.132 0.125 0.196
O 11.381 60.876 27.043 -0.323 0.195 0.098
O 18.789 52.047 20.842 0.16 -0.06 0.316
O 9.995 63.914 22.277 0.032 -0.446 0.019
O 17.975 62.552 28.83 -0.335 0.229 -0.325
O 14.497 61.536 22.012 0.107 -0.444 0.123
O 10.026 59.742 24.977 -0.124 0.17 -0.197
O 3.956 -3.981 25.427 0.13 -0.233 -0.26
O 4.655 5.885 25.122 -0.049 0.424 -0.652
O -5.945 -0.399 27.612 -0.608 0.085 -0.026
O 1.114 -1.412 31.071 -0.035 -0.078 0.03
O 15.26 2.242 26.521 -0.238 0.43 0.17
O -9.825 14.429 28.299 -0.57 -0.104 -0.009
O 1.564 19.513 27.925 -0.027 0.174 -0.024
O -7.806 17.021 26.328 -0.162 -0.297 0.059
O -5.081 18.451 29.299 0.066 0.278 -0.012
O -4.069 32.831 27.678 0.567 0.283 -0.306
O -1.933 33.381 20.327 -0.325 0.271 0.202
O 12.497 25.611 28.89 0.39 0.052 0.1
O 1.9 36.351 30.38 -0.044 0.427 0.367
O 1.577 29.646 26.265 0.121 0.156 -0.526
O -3.558 41.757 31.428 0.062 -0.142 -0.492
O -3.096 36.399 30.834 0.311 0.249 0.086
O 1 42.156 21.837 0.208 -0.087 0.266
O 0.098 36.778 23.221 0.284 0.157 0.022
O -5.664 44.359 24.142 0.302 0.259 -0.419
O -7.643 57.58 24.013 -0.321 0.131 0.377
O -2.912 45.063 28.225 0.386 0.406 -0.152
O 1.66 58.134 25.747 -0.024 0.598 0.185
O -6.385 71.644 21.845 0.036 0.128 0.155
O -5.147 57.876 23.492 -0.225 0.103 -0.289
O -0.127 63.029 23.29 0.051 -0.048 -0.129
O 9.267 66.673 31.285 0.313 0.007 -0.153
O -0.468 57.021 26.72 -0.583 0.014 0.047
O -3.441 58.209 21.624 0.559 -0.491 0.041
O 0.321 58.988 30.78 -0.412 -0.532 -0.287
O 7.621 52.183 30.334 0.277 0.06 -0.132
O 3.018 70.062 28.713 -0.182 -0.619 0.581
O -4.883 14.845 28.112 0.341 0.129 0.02
O -10.119 10.684 27.507 -0.248 0.018 0.258
O -1.127 9.327 21.82 -0.178 0.266 -0.612
O -5.324 3.92 25.883 -0.491 -0.509 0.055
O 5.728 9.54 21.586 -0.1 -0.144 -0.025
O 14.794 18.728 31.037 0.56 0.474 -0.033
O 20.152 20.735 28.744 -0.084 0.428 -0.305
O -0.851 26.25 28.41 -0.58 -0.063 -0.215
O -3.478 19.783 25.776 0.007 -0.118 -0.015
O 4.142 24.91 30.702 -0.159 -0.166 -0.538
O 6.574 15.925 30.427 -0.343 0.709 -0.46
O -1.486 12.909 25.357 0.243 -0.284 -0.269
O 1.845 31.502 21.937 -0.065 -0.265 -0.015
O 5.231 11.638 30.399 0.194 0.231 -0.246
O 7.511 25.451 21.412 0.283 0.082 0.205
O 0.09 48.955 20.89 0.046 -0.154 0.468
O 5.422 26.787 26.198 -0.395 0.17 -0.055
O 6.904 46.833 24.352 -0.114 -0.013 0.398
O 12.52 36.225 21.733 0.541 -0.224 -0.042
O 8.537 48.844 23.621 0.119 0.141 -0.482
O 11.576 41.139 26.962 -0.141 -0.39 -0.122
O 13.612 62.951 30.568 -0.03 0.196 0.128
O -2.447 46.131 21.044 0.092 -0.236 0.105
O 9.164 56.014 27.57 0.049 -0.277 0.289
O 9.132 56.112 21.833 0.093 -0.263 0.232
O 36.097 58.474 23.877 0.567 -0.256 -0.216
O 17.006 65.222 24.51 -0.378 0.026 0.309
O -1.688 72.142 21.985 -0.395 -0.279 0.438
O 9.573 64.9 25.132 -0.28 0.305 -0.395
O 10.854 -5.455 20.944 -0.107 0.158 0.283
O 10.725 10.134 21.351 -0.267 0.091 0.001
O 14.628 -3.843 24.679 0.103 0.386 0.274
O -13.133 10.111 29.517 0.368 -0.073 -0.11
O 11.854 11.42 28.724 -0.271 -0.14 -0.472
O 2.636 8.514 25.914 0.1 0.167 -0.436
O 12.667 11.454 25.641 -0.351 -0.642 0.013
O 28.751 17.167 27.253 0.155 0.12 -0.468
O 17.743 8.617 28.319 -0.432 0.016 -0.126
O -0.424 2.258 24.071 -0.041 0.489 -0.547
O 7.738 13.6 30.615 0.117 -0.595 -0.509
O 16.469 31.808 26.852 -0.615 0.532 -0.079
O -0.372 17.993 28.721 0.226 -0.222 0.036
O 3.259 29.282 28.188 0.767 -0.019 -0.06
O 16.451 5.277 20.951 -0.062 0.038 0.146
O 15.19 24.242 26.685 -0.029 -0.15 -0.299
O 21.936 27.2 20.706 0.007 0.016 0.4
O 3.567 32.826 23.522 0.392 -0.018 0.008
O 6.64 36.368 21.547 -0.12 0.328 0.291
O 10.788 27.453 20.522 0.096 -0.083 0.072
O 8.504 34.432 21.183 -0.136 -0.332 0.181
O 18.371 34.951 23.451 -0.261 -0.13 0.541
O 10.558 32.81 20.615 -0.028 -0.111 0.393
O 15.147 44.071 26.323 0.147 0.623 0.102
O 18.775 45.54 23.779 0.094 -0.224 -0.253
O 11.584 55.203 27.02 0.257 0.171 0.005
O 17.73 44.15 25.863 0.194 -0.117 0.555
O 15.573 44.12 21.623 -0.018 0.015 0.266
O 18.19 59.843 28.934 -0.096 0.175 -0.282
O 19.988 53.916 26.154 0.149 -0.329 0.624
O 13.662 61.904 28.125 0.186 -0.187 -0.332
O -2.69 63.566 23.484 -0.286 -0.028 -0.188
O 5.51 -5.738 30.861 -0.385 0.092 -0.355
O 13.707 -5.485 26.55 0.219 -0.234 0.138
O 1.473 9.644 21.821 0.272 -0.209 0.201
O -0.725 6.18 31.493 0.161 -0.122 -0.494
O -10.619 25.591 28.763 0.131 0.316 -0.438
O 4.079 12.156 28.142 -0.093 0.439 -0.322
O -2.168 7.936 30.521 0.427 0.053 -0.564
O -7.972 22.148 26.593 0.276 0.305 -0.144
O 8.678 17.244 21.571 -0.394 0.14 -0.104
O 9.327 16.504 23.909 0.402 -0.376 -0.141
O 5.679 15.767 20.832 -0.01 0.113 0.408
O -3.702 23.817 26.887 -0.43 0.205 -0.506
O 13.563 17.14 29.505 -0.438 -0.597 0.473
O -3.077 30.76 28.803 0.562 0.227 0.379
O -3.402 33.838 22.876 -0.094 0.166 -0.216
O -5.361 21.694 20.68 0.198 0.072 0.141
O 5.731 32.942 30.58 -0.135 0.121 -0.107
O 5.123 40.465 26.642 -0.09 -0.06 -0.517
O 12.473 37.484 28.469 -0.466 -0.23 -0.357
O -7.068 48.002 25.942 -0.077 0.171 0.331
O 8.012 29.251 30.43 0.291 -0.257 -0.228
O -2.717 56.849 23.813 -0.242 -0.234 0.423
O -5.114 57.385 28.525 -0.072 -0.069 0.105
O 1.198 51.486 25.745 0.284 -0.465 0.026
O -11.839 49.258 30.68 -0.65 -0.386 -0.162
O -1.616 39.752 31.621 -0.044 -0.15 -0.257
O 3.786 47.703 22.895 -0.008 0.188 0.377
O 5.098 54.083 23.922 0.101 0.197 0.391
O -1.232 50.977 21.826 -0.527 0.612 -0.008
O -0.757 47.939 26.192 -0.46 -0.48 -0.084
O 9.359 55.891 31.368 0.18 -0.202 -0.105
O -9.616 56.883 26.818 0.348 0.366 -0.571
O -4.507 69.707 22.007 -0.04 -0.13 -0.046
O 7.373 57.673 30.662 0.022 0.232 0.023
O -8.33 74.169 27.689 -0.185 -0.413 -0.336
O 12.746 68.388 27.61 -0.023 0.676 -0.038
O 12.397 57.911 30.857 -0.398 -0.034 0.065
O 4.938 20.255 25.975 -0.156 0.019 0.354
O 3.019 18.261 23.485 0.327 -0.069 0.4
O 5.708 12.91 26.258 -0.047 -0.078 -0.594
O 6.813 9.695 31.42 0.138 0.027 -0.472
O 1.548 16.233 24.086 0.042 -0.231 0.088
O 8.752 18.06 28.657 -0.36 -0.427 -0.171
O 14.133 14.838 23.709 0.264 0.39 -0.214
O 6.668 -0.39 28.215 0 0.148 0.189
O 4.774 23.144 28.37 -0.833 0.004 -0.094
O 8.517 30.049 27.961 0.125 0.028 -0.043
O 2.57 27.279 26.563 0.437 0.253 -0.002
O -0.184 27.371 30.723 -0.113 0.28 0.035
O 9.373 31.24 25.682 -0.379 -0.047 0.255
O 12.387 28.26 29.166 -0.268 0.227 -0.124
O 7.113 39.974 28.422 0.015 -0.225 0.39
O 2.515 23.434 32.161 0.045 -0.41 -0.195
O -2.59 28.93 24.259 -0.628 -0.115 0.37
O 3.648 36.462 28.448 0.077 -0.346 -0.06
O 3.7 31.758 29.101 0.496 -0.117 -0.133
O -7.017 40.724 25.792 -0.015 0.182 -0.06
O 3.515 30.24 23.692 0.277 0.037 0.251
O -0.682 32.508 29.254 -0.627 -0.324 -0.223
O 7.69 40.582 23.759 -0.53 -0.106 0.072
O 7.878 41.167 30.568 -0.177 0.366 0.138
O 9.214 31.526 23.099 -0.005 0.091 -0.282
O 16.97 46.949 28.322 -0.112 -0.538 -0.041
O 7.604 52.042 27.634 0.534 -0.228 -0.006
O -1.198 50.444 26.504 -0.379 0.035 0.416
O 10.914 43.38 20.629 -0.039 0.15 0.575
O 1.49 49.075 29.634 -0.005 0.221 0.197
O 18.906 40.823 26.817 0.108 -0.166 -0.311
O 10.599 64.642 30.36 -0.136 -0.385 -0.067
O 31.389 55.57 22.116 -0.112 -0.106 0.051
O 1.546 55.339 27.036 0.479 -0.153 0.309
O 19.027 57.873 30.734 0.111 0.084 -0.136
O 6.359 66.71 26.232 0.112 -0.647 -0.13
O 16.273 56.813 24.122 0.295 -0.229 -0.392
O 7.408 67.719 23.911 -0.154 -0.569 0.08
O 3.53 60.542 22.202 0.281 0.306 0.271
O 2.892 69.593 26.099 0.024 -0.32 -0.193
O 5.568 -5.606 20.882 0.017 0.033 0.258
O 13.791 2.538 21.072 0.151 0.096 0.506
O 3.816 -4.142 28.034 0.33 -0.359 0.398
O 12.555 -1.136 28.62 -0.013 0.15 -0.166
O 8.194 12.211 24.479 -0.081 0.549 -0.442
O 9.847 12.929 28.957 -0.505 0.051 -0.121
O 9.658 12.401 21.931 0.09 0.465 0.301
O 5.267 28.157 23.661 0.07 -0.61 0.231
O 3.487 24.98 25.945 -0.097 -0.716 0.259
O 17.579 25.093 27.278 0.305 -0.199 0.269
O 20.888 35.283 24.044 -0.206 0.661 -0.073
O 9.809 17.018 30.963 -0.153 0.19 -0.09
O 12.917 40.045 23.638 -0.618 -0.196 0.112
O 14.298 39.502 21.474 -0.318 -0.486 0.128
O 17.965 46.952 21.668 -0.242 -0.385 0.128
O 12.542 44.084 25.95 0.208 0.142 -0.206
O 18.814 38.645 29.055 0.435 0.112 0.126
O 9.263 36.101 25.52 0.163 0.234 0.818
O 8.173 51.772 20.865 -0.049 -0.159 0.205
O 17.759 67.166 25.986 0.589 -0.259 0.079
O 11.659 66.647 29.206 -0.422 0.446 0.068
O 15.674 59.134 25.081 0.286 0.379 -0.055
O 15.191 64.07 28.727 0.274 -0.593 -0.27
O -17.738 10.311 26.059 -0.167 0.083 0.526
O 3.753 -13.486 30.478 0.159 0.439 -0.036
O -0.636 0.497 30.66 -0.085 0.627 0.161
O -5.837 11.594 31.041 -0.534 0.502 0.1
O -3.591 8.636 22.014 -0.428 -0.271 0.092
O -12.433 18.417 27.58 0.152 -0.588 -0.106
O 6.452 18.387 27.466 -0.01 0.117 0.713
O -11.473 22.49 24.407 -0.319 0.244 0.306
O -9.614 16.412 23.446 -0.108 -0.173 -0.393
O -7.532 46.225 30.672 0.158 -0.268 -0.153
O -0.097 34.512 21.934 -0.113 -0.282 0.325
O 8.704 34.76 30.735 0.27 0.134 -0.154
O 6.841 36.673 24.66 -0.471 0.235 -0.018
O -1.975 34.045 30.978 -0.236 -0.351 -0.446
O -8.95 54.386 26.413 -0.093 0.061 -0.268
O -10.239 35.636 28.299 0.688 0.226 -0.053
O 3.322 50.36 28.428 0.154 -0.009 -0.376
O 0.708 51.227 28.217 -0.171 0.443 0.368
O 1.504 49.044 27.026 0.155 0.262 -0.439
O -0.784 52.976 26.6 -0.084 0.589 0.393
O 9.312 44.913 21.876 -0.354 0.57 0.282
O 10.58 57.419 25.962 -0.012 0.234 0.126
O 10 50.396 25.268 0.246 -0.204 0.381
O 8.754 1.956 21.703 -0.316 -0.294 0.217
O 1.546 6.299 27.084 -0.181 -0.066 -0.099
O 7.511 3.419 30.705 -0.271 0.379 -0.057
O 8.195 13.916 26.412 0.321 0.283 0.196
O -8.309 8.088 21 -0.247 0.047 0.571
O 7.868 18.674 23.615 0.078 0.079 0.243
O 4.782 12.904 20.144 0.238 -0.076 0.058
O 12.121 15.104 21.973 -0.368 0.036 0.488
O 6.113 15.424 25.851 -0.127 0.129 0.258
O -7.882 19.63 26.492 0.135 -0.15 0.242
O -2.817 23.136 29.232 -0.026 -0.48 0.172
O 7.371 23.618 28.481 0.398 0.217 0.003
O 5.431 37.32 30.258 0.024 0.277 -0.053
O 9.167 19.42 30.76 0.37 0.179 -0.158
O 10.724 26.868 30.544 -0.503 -0.081 -0.137
O -7.309 21.726 29.092 0.001 -0.352 -0.056
O 9.194 29.292 21.58 0.102 0.081 0.215
O 5.668 20.206 23.456 -0.247 -0.132 -0.29
O 5.327 27.265 30.783 -0.125 0.517 -0.609
O 9.653 33.67 24.694 -0.562 0.083 -0.065
O -12.552 45.011 31.476 -0.173 -0.252 -0.376
O 7.148 41.657 21.498 -0.202 -0.175 0.182
O 11.251 34.843 26.534 0.608 0.188 -0.221
O 7.986 26.811 27.02 -0.046 -0.44 0.332
O 14.859 54.72 24.664 0.072 0.041 0.066
O -8.192 62.981 23.808 -0.617 -0.232 0.18
O 2.95 56.071 24.887 -0.084 -0.111 -0.246
O 13.043 53.303 25.855 -0.144 -0.135 -0.205
O -6.173 70.202 31.843 -0.15 0.094 -0.329
O 5.901 44.613 25.427 0.071 -0.023 -0.213
O 15.165 44.507 31.657 0.291 0.258 -0.479
O 3.106 67.356 30.491 0.169 0.2 -0.211
O 7.03 3.998 21.88 -0.391 0.182 0.523
O 19.57 16.363 21.827 -0.402 -0.387 -0.117
O 18.117 -4.813 24.095 -0.705 0.08 0.188
O 10.876 15.707 25.76 -0.016 -0.447 -0.332
O -5.848 12.856 25.61 0.052 0.651 0.417
O 7.284 29.753 23.318 -0.366 0.567 0.187
O 14.976 37.857 27.817 0.148 -0.44 0.635
O -3.966 50.491 23.357 0.368 0.153 0.065
O 4.311 41.991 28.576 -0.495 -0.142 0.239
O 6.838 55.885 23.117 -0.202 0.266 0.768
O 19.249 40.498 20.818 0.094 -0.26 0.671
O 25.326 38.439 24.412 0.561 0.134 -0.416
O 22.151 50.73 29.119 0.253 -0.635 -0.386
O 4.227 57.815 26.395 -0.069 0.18 0.197
O 18.732 50.995 32.475 0.221 -0.5 -0.252
O 16.241 43.234 24.027 0.192 0.078 0.047
O 9.392 4.073 23.107 -0.091 0.118 0.585
O 7.662 63.56 26.237 -0.197 0.207 -0.104
O -2.182 1.068 28.596 -0.021 -0.095 -0.36
O 8.479 10.234 22.835 -0.178 -0.281 -0.21
O 13.259 59.414 23.976 -0.134 0.557 -0.211
O 5.618 4.098 28.799 -0.113 -0.511 -0.045
O 12.34 24.347 22.95 -0.142 -0.445 0.26
Si -0.009 2.674 8.194 0.019 0 -0.003
Si 2.69 -0.007 8.222 -0.007 -0.009 0.005
Si 0.021 8.086 8.181 -0.011 -0.006 0.003
Si 2.746 5.374 8.191 0.022 0.006 0
Si 0.045 13.54 8.2 -0.006 -0.011 0.011
Si 2.775 10.827 8.191 -0.001 0.008 -0.001
Si 0.077 18.956 8.175 0.008 0.008 0.004
Si 2.777 16.258 8.178 -0.007 -0.014 -0.002
Si 0.051 24.451 8.154 0.003 -0.013 -0.018
Si 2.802 21.694 8.204 0 0.008 0.006
Si 0.027 29.959 8.116 -0.005 0.003 -0.018
Si 2.753 27.207 8.128 0.018 -0.004 -0.014
Si -0.005 35.401 8.136 -0.014 -0.014 0.012
Si 2.737 32.702 8.134 0.012 0.018 0.002
Si -0.036 40.891 8.135 0.016 0.01 0.007
Si 2.694 38.161 8.14 -0.005 -0.015 0.001
Si -0.073 46.37 8.175 0.006 0 0.005
Si 2.708 43.614 8.156 -0.002 0.012 0.003
Si -0.088 51.797 8.169 0.006 0.014 0.004
Si 2.64 49.085 8.165 -0.007 0.001 0.003
Si -0.074 57.199 8.181 0.005 0.013 -0.003
Si 2.65 54.49 8.193 0.004 -0.005 0.003
Si -0.054 62.611 8.214 -0.016 -0.016 0.007
Si 2.657 59.923 8.213 0.014 0.004 0.004
Si 5.441 2.71 8.193 0.017 -0.007 -0.001
Si 8.163 0.025 8.166 -0.001 0.001 0.001
Si 5.513 8.093 8.184 -0.006 0.016 -0.003
Si 8.191 5.408 8.182 0.005 0.004 -0.001
Si 5.5 13.546 8.164 -0.004 0.006 -0.002
Si 8.228 10.815 8.159 0.008 0.011 -0.006
Si 5.517 18.987 8.185 0.001 0.015 -0.002
Si 8.239 16.258 8.165 -0.004 -0.004 -0.002
Si 5.503 24.449 8.187 0.003 0.004 0
Si 8.226 21.716 8.19 -0.005 -0.01 0.001
Si 5.46 29.925 8.16 -0.001 -0.035 -0.002
Si 8.227 27.205 8.201 0.01 0.013 0.005
Si 5.442 35.439 8.124 0.008 0.015 -0.003
Si 8.208 32.668 8.137 -0.002 0.001 -0.008
Si 5.433 40.895 8.154 -0.001 0.006 -0.003
Si 8.15 38.163 8.085 -0.005 0.009 -0.018
Si 5.402 46.348 8.111 -0.008 0.002 -0.014
Si 8.103 43.639 8.145 0.001 -0.006 -0.005
Si 5.379 51.787 8.172 -0.013 -0.003 -0.004
Si 8.095 49.063 8.146 -0.009 -0.016 0.001
Si 5.399 57.19 8.209 -0.013 -0.008 0.004
Si 8.12 54.491 8.179 0.005 0.015 0.004
Si 5.429 62.643 8.211 0.014 0.008 0.005
Si 8.138 59.908 8.221 -0.005 -0.007 0
Si 10.875 2.715 8.162 -0.015 -0.003 -0.002
Si 13.59 -0.001 8.195 -0.006 0.008 -0.001
Si 10.913 8.099 8.17 0.004 -0.003 0.009
Si 13.604 5.388 8.167 -0.009 0.001 -0.001
Si 10.956 13.509 8.171 0.006 -0.003 0
Si 13.632 10.808 8.19 -0.002 -0.008 0.006
Si 10.967 18.968 8.163 -0.003 -0.016 -0.008
Si 13.706 16.224 8.174 0.008 -0.001 0.006
Si 10.967 24.439 8.183 -0.018 0.014 -0.003
Si 13.69 21.704 8.162 -0.004 -0.006 -0.004
Si 10.938 29.93 8.155 0.008 0.006 0.004
Si 13.65 27.215 8.176 -0.007 -0.013 0.003
Si 10.925 35.405 8.087 0.016 0.022 -0.015
Si 13.641 32.689 8.13 0.009 -0.006 0.009
Si 10.808 40.89 8.106 -0.002 -0.01 -0.008
Si 13.585 38.132 8.119 -0.01 0.003 -0.005
Si 10.806 46.356 8.142 0.001 0.004 -0.007
Si 13.524 43.615 8.133 0 0.006 0.001
Si 10.818 51.786 8.124 0.005 0.002 -0.003
Si 13.516 49.092 8.172 0.018 0.012 0.004
Si 10.855 57.195 8.18 0 0.007 0.001
Si 13.529 54.484 8.146 -0.014 -0.01 -0.004
Si 10.883 62.636 8.198 0.013 0.018 0.003
Si 13.55 59.915 8.181 0.006 0.004 0.008
Si 1.362 4.033 9.554 -0.011 -0.003 0
Si 4.072 1.355 9.561 -0.007 0.001 -0.008
Si 1.38 9.467 9.534 0.001 0.011 -0.007
Si 4.115 6.746 9.536 -0.005 -0.008 -0.01
Si 1.409 14.909 9.549 0.004 0.013 -0.007
Si 4.134 12.193 9.545 0.013 0.003 0.002
Si 1.417 20.338 9.545 0.003 -0.005 0.004
Si 4.135 17.631 9.536 0.002 0.009 -0.008
Si 1.403 25.832 9.501 -0.009 0.017 0.001
Si 4.142 23.088 9.546 0.014 -0.005 0.006
Si 1.382 31.314 9.476 0.002 -0.006 -0.006
Si 4.109 28.546 9.506 0.013 -0.003 0.01
Si 1.339 36.783 9.484 0.003 0.005 0.003
Si 4.093 34.063 9.482 -0.009 0.013 0.007
Si 1.324 42.254 9.488 -0.001 -0.021 0.006
Si 4.054 39.532 9.484 0.004 0.007 0.009
Si 1.295 47.721 9.535 -0.005 0.008 0.007
Si 4.055 44.998 9.5 -0.002 -0.012 -0.002
Si 1.29 53.128 9.55 -0.009 -0.005 0.002
Si 4.024 50.421 9.532 0.003 0.002 0.001
Si 1.302 58.545 9.559 -0.003 -0.003 -0.008
Si 4.03 55.837 9.567 0.014 -0.001 0.003
Si 1.329 63.958 9.572 0.016 -0.004 -0.005
Si 4.051 61.271 9.558 -0.016 0.004 -0.007
Si 6.812 4.062 9.545 -0.02 0.008 -0.008
Si 9.525 1.363 9.546 0.008 0.009 -0.002
Si 6.861 9.472 9.539 0.018 -0.014 0.005
Si 9.55 6.761 9.543 -0.009 -0.007 0.003
Si 6.857 14.909 9.529 -0.001 0.002 -0.003
Si 9.582 12.166 9.537 -0.012 -0.007 0.004
Si 6.868 20.353 9.549 -0.004 0.009 0.011
Si 9.603 17.616 9.533 0 0.007 0.001
Si 6.86 25.823 9.537 0.01 -0.009 0.005
Si 9.593 23.083 9.539 -0.004 -0.001 0.001
Si 6.83 31.308 9.489 0 0.013 0.002
Si 9.582 28.579 9.539 -0.006 0 0.003
Si 6.799 36.806 9.457 -0.014 0.001 0.001
Si 9.568 34.046 9.461 0.004 -0.006 0.001
Si 6.769 42.276 9.509 0.001 0.012 0.014
Si 9.48 39.527 9.47 -0.001 0.009 0.004
Si 6.751 47.693 9.504 0.011 -0.003 0.004
Si 9.473 44.987 9.511 -0.005 -0.004 0.008
Si 6.757 53.129 9.54 0.008 -0.016 -0.003
Si 9.476 50.416 9.501 -0.01 -0.01 0
Si 6.765 58.553 9.577 -0.001 0.009 0.003
Si 9.486 55.842 9.548 -0.011 -0.003 0.003
Si 6.805 63.996 9.551 -0.026 -0.001 -0.006
Si 9.509 61.277 9.567 0.008 -0.004 -0.001
Si 12.241 4.056 9.542 0.011 0.006 0
Si 14.96 1.338 9.57 0.003 -0.004 0.008
Si 12.268 9.456 9.544 -0.001 0.02 0.002
Si 14.973 6.747 9.538 0.002 0.014 -0.004
Si 12.317 14.879 9.53 -0.001 -0.013 0
Si 15 12.174 9.54 0.003 0.016 0
Si 12.319 20.347 9.529 -0.016 0.009 0.004
Si 15.04 17.605 9.545 0.008 -0.011 -0.004
Si 12.306 25.829 9.535 0.005 0.009 0.004
Si 15.033 23.084 9.528 0.005 0.006 0.002
Si 12.29 31.309 9.489 0.007 0.001 0
Si 15.021 28.583 9.499 -0.018 0.004 0.006
Si 12.239 36.775 9.473 0.018 -0.013 0.012
Si 14.979 34.042 9.496 -0.003 -0.009 0.015
Si 12.177 42.244 9.479 0.001 0.002 0.003
Si 14.938 39.513 9.473 0.012 0.002 0.003
Si 12.178 47.702 9.519 0.001 -0.01 0.003
Si 14.9 44.976 9.495 0 -0.006 0.004
Si 12.19 53.117 9.518 0.006 0.004 -0.003
Si 14.901 50.427 9.543 0 0 0.007
Si 12.208 58.55 9.555 -0.006 0 -0.001
Si 14.905 55.827 9.532 0.002 -0.002 -0.002
Si 12.236 63.975 9.578 0.009 -0.024 0.006
Si 14.923 61.248 9.57 0.009 -0.006 0.001
Si -0.017 -0.018 10.944 0.013 -0.015 0.001
Si 2.72 2.698 10.938 0.008 -0.004 0.011
Si -0.008 5.396 10.907 0.003 0.001 -0.004
Si 2.739 8.103 10.887 0.016 0 -0.005
Si 0.015 10.821 10.908 -0.014 0.01 0.003
Si 2.754 13.543 10.91 -0.022 0.013 0.001
Si 0.054 16.256 10.927 0.01 -0.004 0.004
Si 2.766 18.978 10.908 0.003 0.016 0.004
Si 0.057 21.722 10.901 0.008 0.001 -0.004
Si 2.759 24.465 10.874 0.012 -0.007 -0.008
Si 0.035 27.194 10.859 0.01 -0.002 -0.01
Si 2.731 29.925 10.827 -0.004 -0.009 -0.007
Si 0.005 32.658 10.831 -0.009 0 0
Si 2.711 35.417 10.825 0 -0.01 0.002
Si -0.031 38.151 10.832 -0.009 -0.012 0.002
Si 2.69 40.898 10.836 -0.01 0.002 0.001
Si -0.05 43.614 10.838 0.018 0.001 0
Si 2.682 46.351 10.862 -0.005 0.003 -0.005
Si -0.061 49.065 10.909 0.002 0.003 0.011
Si 2.66 51.761 10.905 0.006 0.002 0
Si -0.057 54.49 10.918 0.005 0.009 0
Si 2.675 57.204 10.934 0.003 0.012 0.001
Si -0.04 59.897 10.936 0 0.006 0.004
Si 2.698 62.613 10.933 0.002 -0.005 -0.001
Si 5.438 0.002 10.92 0.011 -0.008 -0.004
Si 8.17 2.716 10.915 -0.011 0 0.002
Si 5.463 5.404 10.921 0.021 -0.006 0.004
Si 8.211 8.121 10.915 0.008 -0.007 0.005
Si 5.488 10.826 10.9 -0.007 0.005 0.008
Si 8.215 13.538 10.884 -0.006 -0.001 -0.005
Si 5.494 16.27 10.898 -0.003 -0.003 -0.001
Si 8.241 18.987 10.893 0.001 -0.007 0
Si 5.503 21.725 10.9 0.005 -0.003 0.004
Si 8.223 24.453 10.885 0.005 0.008 0
Si 5.469 27.186 10.876 -0.009 -0.003 0.001
Si 8.19 29.95 10.861 -0.004 -0.008 -0.001
Si 5.454 32.679 10.827 0.005 0 -0.003
Si 8.176 35.423 10.777 0.011 0.009 -0.018
Si 5.427 38.161 10.815 0.012 0.003 -0.003
Si 8.148 40.91 10.837 -0.01 0.002 0
Si 5.412 43.641 10.867 0.004 -0.002 0.003
Si 8.12 46.347 10.876 -0.004 0.003 -0.002
Si 5.399 49.05 10.877 -0.02 -0.017 -0.001
Si 8.127 51.761 10.886 -0.006 -0.005 -0.007
Si 5.405 54.481 10.923 -0.006 -0.001 0.006
Si 8.137 57.194 10.93 0.006 -0.008 0.004
Si 5.401 59.917 10.938 -0.011 0.004 -0.002
Si 8.137 62.631 10.934 -0.007 0.013 -0.003
Si 10.865 0.004 10.933 -0.001 0.006 0.002
Si 13.596 2.71 10.916 -0.01 0.003 -0.005
Si 10.904 5.421 10.919 -0.009 0.012 0.004
Si 13.629 8.114 10.914 0.001 0 -0.003
Si 10.925 10.813 10.919 0.003 -0.013 0.005
Si 13.647 13.522 10.917 0.003 -0.003 0.001
Si 10.966 16.256 10.896 -0.004 -0.013 -0.007
Si 13.677 18.983 10.902 0.006 -0.003 -0.002
Si 10.96 21.719 10.898 -0.014 0.001 -0.005
Si 13.671 24.459 10.887 -0.014 0.005 -0.005
Si 10.939 27.196 10.889 -0.008 -0.009 0.009
Si 13.645 29.936 10.842 0.003 0.004 -0.002
Si 10.908 32.672 10.83 0.013 -0.003 -0.009
Si 13.601 35.415 10.822 0 0.006 -0.001
Si 10.866 38.162 10.801 -0.011 0.006 -0.014
Si 13.568 40.888 10.817 -0.012 0 -0.005
Si 10.85 43.62 10.858 0.006 0.003 0.001
Si 13.559 46.337 10.87 0.014 -0.004 0
Si 10.831 49.063 10.888 -0.001 0.02 -0.005
Si 13.551 51.782 10.916 0 0.015 0.006
Si 10.851 54.47 10.903 -0.001 -0.01 -0.006
Si 13.572 57.185 10.916 0.012 0.008 -0.001
Si 10.863 59.911 10.93 -0.008 -0.009 -0.003
Si 13.583 62.608 10.947 0 0.001 0.005
Si 1.356 1.337 12.3 0.001 -0.005 0
Si 4.091 4.061 12.291 0.001 0.012 0.003
Si 1.355 6.764 12.257 -0.004 -0.003 -0.008
Si 4.102 9.459 12.242 -0.017 -0.004 0.001
Si 1.366 12.188 12.268 0.012 -0.002 -0.001
Si 4.107 14.922 12.258 0.011 0.004 -0.009
Si 1.402 17.63 12.29 -0.001 -0.003 -0.001
Si 4.12 20.366 12.241 -0.001 -0.001 -0.006
Si 1.407 23.111 12.256 -0.005 0.008 0.008
Si 4.107 25.822 12.245 0.004 0.002 0.013
Si 1.387 28.564 12.208 0.002 -0.007 0.004
Si 4.082 31.296 12.167 -0.003 -0.003 0.006
Si 1.348 34.04 12.165 -0.004 -0.007 0.005
Si 4.066 36.791 12.164 -0.007 0.001 0.004
Si 1.334 39.524 12.175 0.009 0.01 -0.005
Si 4.035 42.275 12.194 -0.009 0.003 0.002
Si 1.313 44.976 12.196 -0.004 -0.002 0.002
Si 4.046 47.693 12.243 0.009 0.009 0.005
Si 1.32 50.396 12.288 -0.003 0 0.002
Si 4.034 53.11 12.264 -0.007 -0.024 -0.002
Si 1.315 55.84 12.293 -0.004 -0.007 -0.003
Si 4.039 58.563 12.309 -0.009 0 0.008
Si 1.338 61.254 12.294 0.009 -0.006 -0.001
Si 4.075 63.966 12.281 -0.001 0.007 -0.01
Si 6.807 1.354 12.275 -0.019 -0.004 -0.011
Si 9.532 4.076 12.278 0 0.001 -0.002
Si 6.837 6.766 12.262 -0.013 0.006 -0.005
Si 9.583 9.454 12.293 -0.013 0.01 0.002
Si 6.852 12.188 12.261 0.018 0.005 0.006
Si 9.593 14.888 12.241 -0.005 0.001 -0.007
Si 6.875 17.627 12.251 -0.004 0.02 -0.001
Si 9.591 20.362 12.258 0.01 -0.002 0.001
Si 6.856 23.102 12.252 -0.001 0 0
Si 9.58 25.816 12.237 -0.016 -0.001 0.004
Si 6.822 28.579 12.207 0.009 -0.002 0.004
Si 9.552 31.32 12.208 -0.005 0.029 0.003
Si 6.831 34.061 12.143 0.013 0.02 -0.005
Si 9.512 36.79 12.137 -0.007 0 0.005
Si 6.776 39.544 12.154 -0.006 0.001 -0.002
Si 9.504 42.259 12.221 0.005 0.003 0.01
Si 6.773 44.99 12.244 -0.007 -0.007 0.006
Si 9.486 47.691 12.252 -0.011 -0.009 0.001
Si 6.784 50.389 12.246 0.015 0.006 -0.004
Si 9.497 53.1 12.262 -0.004 -0.005 -0.006
Si 6.779 55.834 12.296 -0.002 0.003 0.013
Si 9.505 58.554 12.292 0.009 0.023 0.001
Si 6.756 61.282 12.307 -0.008 -0.002 0
Si 9.491 63.984 12.307 -0.005 -0.008 0.003
Si 12.242 1.359 12.284 0.009 0.011 0
Si 14.948 4.071 12.289 0.003 -0.003 0.004
Si 12.262 6.779 12.29 0.008 0.006 0.004
Si 14.971 9.486 12.287 0.008 0.004 -0.001
Si 12.286 12.165 12.29 -0.012 -0.013 -0.003
Si 15.008 14.886 12.269 0.006 0 -0.009
Si 12.316 17.624 12.276 -0.012 -0.014 0.006
Si 15.036 20.352 12.27 -0.002 0.01 0.001
Si 12.321 23.095 12.258 -0.004 0.006 0.003
Si 15.018 25.835 12.246 0.009 0.002 0.009
Si 12.304 28.58 12.224 0.02 0.007 -0.001
Si 14.998 31.285 12.198 -0.007 -0.009 0.005
Si 12.259 34.042 12.173 -0.003 -0.003 0.008
Si 14.929 36.788 12.181 0.001 -0.014 0.011
Si 12.211 39.53 12.169 0.019 -0.003 0.009
Si 14.921 42.246 12.191 -0.001 -0.008 0.002
Si 12.222 44.965 12.233 -0.003 -0.007 -0.001
Si 14.92 47.68 12.256 0.001 0.005 0.007
Si 12.193 50.407 12.273 0.003 -0.018 0.007
Si 14.932 53.124 12.29 0.01 0.005 0.003
Si 12.224 55.812 12.277 -0.017 -0.007 -0.003
Si 14.938 58.531 12.293 0.007 -0.008 0
Si 12.226 61.248 12.316 0.007 0.001 -0.001
Si 14.959 63.949 12.312 -0.006 -0.024 0.002

Results
total energy: -383154.309 eV
total energy less fixed offsets of O -438.25, Si -107.07 eV per atom: 12.331 eV
